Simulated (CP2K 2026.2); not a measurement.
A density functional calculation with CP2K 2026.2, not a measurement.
Periodic cell of 2016 atoms, Si1440O576, from a study of silicon, its oxide and their interface. The atomic structure is a simulated model.
Doubt: the forces sum to 3.35 eV/angstrom along one axis rather than to zero, so they err by at least 0.0017 eV/angstrom per atom on average; the grid cutoff is modest.

Settings: functional PBE; method Gaussian and plane waves; basis set DZVP-MOLOPT-SR-GTH; pseudopotentials GTH-PBE; grid cutoff 300 Ry, relative cutoff 40 Ry; k points Gamma only; occupations fixed; spin none; net charge 0.

Cell vectors (angstrom)
a 65.28 0 0
b 0 16.32 0
c -0.8094 -0.4842 33.4022

Atoms and the computed forces on them: element, x, y, z (angstrom), force x, y, z (eV/angstrom)
Si 1.285 -1.041 -0.06 0.081 -0.215 0.8
Si 3.581 1.931 -0.034 0.202 -0.124 0.786
Si 1.39 4.062 0.416 -0.02 0.001 0.625
Si 3.877 6.922 0.108 0.229 -0.065 0.787
Si 1.696 -7.167 0.07 -0.05 0.123 0.777
Si 4.417 -4.249 0.02 -0.202 0.029 0.758
Si 7.206 -1.683 0.05 -0.22 0.196 0.752
Si 9.083 1.677 -0.103 0.391 -0.159 0.704
Si 7.014 4.083 0.099 -0.299 0.124 0.733
Si 9.751 6.613 0.083 -0.123 0.169 0.734
Si 6.586 9.821 0.131 0.057 -0.147 0.827
Si 9.428 -3.958 0.065 0.192 -0.229 0.724
Si 12.425 -1.517 0.001 -0.088 0.101 0.651
Si 15.265 1.116 -0.035 -0.264 0.249 0.726
Si 12.009 4.464 0.187 -0.026 -0.137 0.771
Si 14.637 7.072 0.1 0.223 -0.124 0.73
Si 12.423 -7.015 0.231 -0.157 0.13 0.771
Si 14.539 -3.839 0.122 0.134 0.041 0.724
Si 17.451 -1.184 0.001 0.189 -0.27 0.752
Si 20.201 1.543 0.093 0.119 -0.161 0.768
Si 17.935 3.721 0.248 0.002 0.072 0.695
Si 20.06 6.825 -0.147 0.404 -0.07 0.714
Si 17.928 -7.119 -0.064 -0.11 0.199 0.74
Si 20.838 -4.321 0.027 -0.253 0.098 0.772
Si 23.496 -1.45 0.135 -0.281 -0.045 0.642
Si 25.602 1.38 0.067 0.305 0.001 0.673
Si 23.449 3.654 0.294 0.043 -0.023 0.696
Si 25.858 6.723 0.39 -0.187 0.177 0.604
Si 23.124 -6.507 0.1 0.006 -0.378 0.751
Si 25.676 -3.736 0.083 0.084 -0.171 0.692
Si 28.832 -1.525 0.179 -0.209 0.123 0.76
Si 31.512 1.165 0.13 -0.171 0.177 0.718
Si 28.201 4.507 0.25 0.303 -0.441 0.635
Si 31.006 7.007 0.375 0.114 -0.187 0.768
Si 28.742 -7.175 0.524 0.081 0.244 0.681
Si 30.978 -3.801 0.199 0.123 -0.112 0.805
Si 33.735 -1.056 0.196 0.093 -0.128 0.691
Si 36.375 1.789 0.205 0.204 -0.277 0.656
Si 34.07 3.984 0.315 -0.201 0.192 0.769
Si 36.308 7.172 0.075 0.14 -0.187 0.717
Si 33.95 -7.097 0.228 0.008 0.231 0.656
Si 37.049 -4.659 -0.046 -0.116 0.265 0.808
Si 39.662 -1.575 -0.046 -0.261 0.102 0.706
Si 41.938 1.692 0.019 0.109 -0.22 0.636
Si 39.708 3.971 -0.028 -0.32 0.2 0.655
Si -23.827 7.351 0.117 0.221 -0.069 0.703
Si 39.308 -6.723 0.499 -0.017 0.033 0.523
Si -23.466 -3.895 0.063 0.2 -0.061 0.697
Si -20.203 -1.641 -0.174 -0.2 0.313 0.683
Si -17.937 1.839 -0.199 0.132 -0.267 0.654
Si -20.273 3.977 0.04 -0.168 0.165 0.649
Si -17.902 6.879 -0.174 0.213 -0.074 0.605
Si -20.154 -7.187 -0.119 -0.161 0.112 0.773
Si -18.069 -4.054 -0.34 0.429 -0.259 0.61
Si -14.63 -1.735 -0.196 -0.243 0.192 0.702
Si -12.739 1.586 0.157 0.435 -0.225 0.684
Si -14.646 4.159 -0.01 -0.54 0.298 0.495
Si -12.447 6.943 0.065 0.249 -0.129 0.725
Si -14.626 -7.122 -0.178 -0.189 0.257 0.705
Si -12.215 -3.79 0.034 0.022 -0.213 0.719
Si -9.388 -1.02 -0.075 0.065 -0.379 0.657
Si -6.895 1.606 0.295 -0.001 -0.085 0.717
Si -9.242 3.669 0.022 -0.187 0.196 0.694
Si -7.043 7.04 0.035 0.276 -0.378 0.718
Si -9.29 -7.037 -0.018 -0.259 0.355 0.735
Si -6.475 -4.342 0.063 -0.115 0.015 0.784
Si -3.843 -1.7 -0.016 -0.044 0.215 0.75
Si -1.095 1.014 -0.184 -0.263 0.273 0.781
Si -4.12 3.883 0.153 0.283 0.058 0.767
Si -0.705 6.256 -0.052 -0.237 0.067 0.816
Si -4.314 -6.633 -0.251 0.314 -0.243 0.685
Si -1.522 -3.812 -0.038 0.076 -0.103 0.799
Si 2.74 0.151 1.307 0.023 -0.027 -0.083
Si 5.36 2.852 1.259 0.029 -0.048 -0.049
Si 2.785 5.474 1.591 0.002 0.024 -0.04
Si 5.463 8.155 1.352 -0.026 -0.001 -0.058
Si 2.79 -5.447 1.256 0.011 -0.032 -0.062
Si 5.54 -2.709 1.36 0.021 -0.008 -0.035
Si 8.16 0.04 1.314 0.005 -0.019 -0.032
Si 10.821 2.723 1.219 -0.055 -0.015 -0.046
Si 8.221 5.501 1.462 0.015 0.004 -0.049
Si 10.871 -8.191 1.485 0.008 -0.013 -0.045
Si 8.195 -5.421 1.433 0.002 0.013 -0.03
Si 10.921 -2.708 1.363 -0.012 0.021 -0.04
Si 13.625 0.027 1.283 0.024 0.016 -0.052
Si 16.316 2.614 1.456 -0.042 -0.044 -0.037
Si 13.581 5.521 1.511 0.035 0.015 -0.042
Si 16.339 -8.177 1.333 -0.015 0.007 -0.038
Si 13.526 -5.403 1.504 0.017 -0.051 -0.019
Si 16.28 -2.76 1.3 -0.015 0.04 -0.055
Si 19.042 -0.068 1.348 -0.039 0.004 -0.049
Si 21.775 2.598 1.503 -0.056 -0.01 -0.019
Si 19.059 5.389 1.431 0.003 0 -0.022
Si 21.822 -8.287 1.104 -0.044 0.027 -0.078
Si 19.091 -5.465 1.194 0.033 -0.021 -0.068
Si 21.855 -2.677 1.352 0.039 0.008 -0.055
Si 24.554 -0.024 1.611 -0.006 0.02 -0.042
Si 27.188 2.662 1.319 0.015 -0.007 -0.05
Si 24.442 5.336 1.579 -0.021 -0.014 0
Si 27.129 -8.209 1.8 -0.033 -0.019 0.013
Si 24.574 -5.335 1.484 0.025 0.051 -0.051
Si 27.218 -2.655 1.481 0.043 0.001 -0.06
Si 29.963 0.034 1.481 -0.004 -0.005 -0.071
Si 32.561 2.727 1.544 -0.022 0.006 -0.061
Si 29.835 5.448 1.629 -0.037 -0.032 -0.053
Si 32.568 -8.206 1.691 -0.017 0.006 -0.022
Si 29.877 -5.403 1.535 0.004 0.018 -0.027
Si 32.601 -2.672 1.469 -0.005 -0.005 -0.044
Si 35.323 0.089 1.455 -0.002 0.009 -0.044
Si 38.083 2.868 1.346 0.038 0.02 -0.025
Si 35.31 5.556 1.484 0.02 0.043 -0.045
Si 37.871 -8.163 1.564 -0.065 -0.047 -0.032
Si 35.297 -5.493 1.358 -0.032 0.011 -0.076
Si 38.004 -2.776 1.17 -0.005 0.011 -0.062
Si 40.79 0.033 1.257 0.011 0.041 -0.041
Si -21.815 2.817 1.361 0.014 0.013 -0.024
Si -24.624 5.565 1.41 0.012 -0.049 -0.063
Si -21.891 -8.108 1.201 0.005 -0.018 -0.048
Si -24.522 -5.318 1.583 0.043 0.028 -0.023
Si -21.785 -2.723 1.227 0.007 0.003 -0.041
Si -19.031 0.063 1.014 -0.01 -0.014 -0.015
Si -16.389 2.944 1.157 0.093 -0.026 -0.008
Si -19.083 5.504 1.322 -0.012 -0.004 -0.029
Si -16.301 -8.205 1.109 -0.028 -0.006 -0.063
Si -19.093 -5.529 1.174 -0.032 0.008 -0.047
Si -16.341 -2.884 0.952 -0.06 0.009 -0.046
Si -13.763 -0.092 1.326 -0.004 -0.115 -0.001
Si -10.917 2.627 1.303 0.02 -0.037 -0.053
Si -13.579 5.535 1.506 0.024 0.005 -0.007
Si -10.849 -8.187 1.275 -0.022 -0.032 -0.089
Si -13.512 -5.463 1.127 -0.013 0.011 -0.046
Si -10.691 -2.578 1.266 0.08 0.056 -0.062
Si -8.055 0.01 1.494 0.011 0.013 -0.036
Si -5.375 2.681 1.637 -0.029 0.01 -0.023
Si -8.16 5.372 1.256 0.018 -0.007 -0.045
Si -5.352 8.136 1.222 -0.005 -0.01 -0.003
Si -8.14 -5.438 1.273 0.019 -0.054 -0.079
Si -5.335 -2.815 1.384 -0.001 0.032 -0.04
Si -2.674 -0.063 1.224 0.016 0.013 -0.031
Si -0.079 2.577 1.367 -0.053 -0.071 -0.033
Si -2.559 5.325 1.174 -0.02 0.046 -0.099
Si 0.129 7.99 1.35 -0.037 0.026 -0.086
Si -2.666 -5.521 1.122 -0.027 -0.005 -0.052
Si 0.1 -2.676 1.229 -0.001 0.041 -0.053
Si 1.356 1.344 2.76 0.006 0.032 0.032
Si 4.168 4.106 2.827 0.009 -0.015 0.048
Si 1.406 6.799 2.881 -0.005 0.002 0.067
Si 4.108 9.532 2.711 0.008 0.003 0.042
Si 1.411 -4.084 2.586 0.004 -0.005 0.006
Si 4.121 -1.296 2.605 -0.022 -0.018 -0.003
Si 6.712 1.384 2.617 0.002 0.045 0.004
Si 9.542 4.044 2.739 0.023 -0.009 0.029
Si 6.829 6.851 2.754 -0.027 0.006 -0.007
Si 9.511 -6.805 2.782 0.011 0.014 0.017
Si 6.861 -4.037 2.789 -0.019 -0.015 0.022
Si 9.565 -1.296 2.688 -0.024 -0.017 0.028
Si 12.226 1.392 2.609 -0.009 0.003 -0.005
Si 14.96 4.061 2.734 0.016 0.016 0.013
Si 12.232 6.825 2.888 -0.018 -0.004 0.044
Si 15.007 -6.78 2.73 -0.014 -0.028 0.041
Si 12.179 -4.059 2.826 -0.022 0.015 0.036
Si 14.96 -1.361 2.698 0.004 0.013 0.028
Si 17.689 1.262 2.791 0.005 0.001 0.038
Si 20.447 4.064 2.798 0.007 -0.015 0.013
Si 17.648 6.754 2.738 0.007 0.014 0.012
Si 20.452 -6.88 2.568 0.013 0 0.064
Si 17.699 -4.131 2.615 0.001 -0.023 -0.045
Si 20.416 -1.402 2.712 0.015 0.015 -0.013
Si 23.089 1.267 2.897 0.018 0.008 0.036
Si 25.875 3.99 2.845 0.037 -0.035 0.055
Si 23.032 6.775 2.741 -0.017 0.053 -0.01
Si 25.808 -6.71 2.935 -0.048 0.011 0.035
Si 23.162 -4.015 2.812 0.006 -0.002 0.039
Si 25.92 -1.349 2.923 0.019 0.009 0.034
Si 28.555 1.389 2.778 -0.05 -0.017 -0.023
Si 31.211 4.061 2.901 0.034 0.032 0.023
Si 28.513 6.747 3.067 0.019 -0.032 0.059
Si 31.248 -6.732 2.926 -0.043 -0.012 0.035
Si 28.5 -4.066 2.876 0.002 0.001 0.02
Si 31.28 -1.327 2.877 0.015 0.002 0.049
Si 33.974 1.399 2.878 0.017 0.012 0.051
Si 36.734 4.183 2.779 -0.009 -0.013 0.025
Si 33.958 6.778 2.962 0.036 -0.013 0.018
Si 36.561 -6.774 2.886 -0.001 0.02 0.033
Si 34.004 -4.062 2.742 -0.027 -0.038 -0.015
Si 36.709 -1.384 2.642 0.041 -0.01 0.003
Si 39.412 1.392 2.645 0.003 0.011 0.033
Si -23.163 4.204 2.704 -0.009 0.015 0.026
Si -25.992 6.795 2.84 0.008 0.013 0.032
Si -23.087 -6.744 2.732 -0.001 -0.027 0.029
Si -25.952 -3.951 2.78 -0.054 0.008 0.047
Si -23.108 -1.315 2.62 -0.003 -0.013 0.015
Si -20.394 1.353 2.547 0.019 -0.024 0.01
Si -17.707 4.166 2.658 0.018 0.011 0.027
Si -20.525 6.849 2.606 -0.029 0.017 0.028
Si -17.649 -6.817 2.513 0.002 -0.003 0.037
Si -20.435 -4.126 2.564 -0.005 -0.027 0.012
Si -17.656 -1.375 2.365 0.002 -0.02 0.022
Si -15.108 1.415 2.548 0 0.065 0.036
Si -12.189 4.07 2.69 -0.005 -0.028 0
Si -15.041 6.868 2.686 -0.028 0.02 0.036
Si -12.221 -6.791 2.587 0.006 0.011 0.018
Si -14.97 -4.136 2.458 0.007 0.028 -0.003
Si -12.201 -1.319 2.619 0.003 0.022 -0.002
Si -9.55 1.338 2.733 0.009 0.031 0.042
Si -6.79 4.144 2.75 -0.049 0.015 0.048
Si -9.52 6.734 2.63 0.028 0.004 0.023
Si -6.75 -6.834 2.612 0.017 0.006 0.042
Si -9.459 -4.045 2.623 -0.019 -0.01 0.028
Si -6.704 -1.435 2.714 0.017 -0.03 0.016
Si -3.977 1.226 2.74 0.07 -0.025 0.009
Si -1.373 3.992 2.705 0.017 0.012 0.006
Si -3.944 6.76 2.523 -0.016 -0.041 0.01
Si -1.307 -6.869 2.534 0.008 0.022 -0.012
Si -3.963 -4.205 2.659 0.016 -0.028 0.025
Si -1.281 -1.37 2.642 -0.02 0.024 0.008
Si 0.032 -0.044 4.084 -0.05 0.013 -0.026
Si 2.742 2.72 4.091 -0.019 -0.006 -0.03
Si 0.009 5.359 4.081 -0.005 0.002 -0.018
Si 2.78 8.198 4.134 0.028 0.011 -0.004
Si 0.042 -5.47 3.928 -0.002 -0.037 -0.016
Si 2.764 -2.711 3.96 0.008 0.024 -0.025
Si 5.44 0.013 4.04 0.008 0.031 0.008
Si 8.125 2.697 4.038 0 -0.003 -0.043
Si 5.517 5.471 4.141 -0.01 0.007 -0.011
Si 8.165 -8.146 4.143 0.019 -0.021 -0.001
Si 5.476 -5.435 4.084 0.013 -0.023 -0.028
Si 8.219 -2.658 4.093 0 0.006 -0.006
Si 10.924 0.035 4.051 0.007 -0.003 -0.005
Si 13.571 2.708 4.056 -0.005 -0.029 0
Si 10.875 5.397 4.152 0.004 -0.02 -0.022
Si 13.637 -8.117 4.143 -0.014 0.022 -0.024
Si 10.848 -5.44 4.153 -0.005 0.021 -0.007
Si 13.604 -2.702 4.101 0.036 0.016 -0.02
Si 16.309 -0.064 4.13 -0.011 -0.005 -0.013
Si 19.043 2.683 4.114 -0.016 -0.005 -0.024
Si 16.31 5.403 4.117 0.005 0.027 0.005
Si 19.059 -8.172 4.031 0.033 0.01 -0.041
Si 16.365 -5.436 4.076 -0.01 0.008 -0.011
Si 19.031 -2.775 4.035 -0.027 -0.003 0.002
Si 21.713 -0.084 4.189 0 -0.006 0.003
Si 24.465 2.676 4.2 0.011 0.025 -0.021
Si 21.74 5.443 4.176 0.01 -0.027 0.008
Si 24.399 -8.166 4.138 0.004 -0.048 -0.024
Si 21.755 -5.484 4.043 -0.022 -0.025 -0.083
Si 24.498 -2.703 4.223 -0.018 -0.017 -0.005
Si 27.245 0.046 4.224 0.007 0.011 -0.006
Si 29.866 2.704 4.229 -0.005 -0.006 0.001
Si 27.152 5.343 4.304 0.018 -0.054 0.009
Si 29.903 -8.125 4.286 -0.01 0.009 -0.029
Si 27.179 -5.402 4.285 0.033 0.04 -0.004
Si 29.898 -2.698 4.206 -0.011 0.012 -0.036
Si 32.636 0.022 4.231 -0.006 0.013 -0.017
Si 35.37 2.789 4.144 -0.006 0.008 -0.008
Si 32.592 5.407 4.259 0.002 -0.002 -0.016
Si 35.284 -8.138 4.281 0.038 -0.002 -0.004
Si 32.657 -5.379 4.203 0.019 -0.002 -0.028
Si 35.359 -2.689 4.09 0.009 0.015 0.012
Si 38.069 0.011 4.021 -0.007 -0.001 -0.031
Si -24.505 2.761 4.022 -0.017 0.015 -0.037
Si -27.253 5.456 4.24 -0.036 0.03 0.026
Si -24.514 -8.117 4.054 0.014 -0.015 -0.047
Si -27.268 -5.38 4.133 -0.012 0.007 -0.03
Si -24.498 -2.616 4.047 0.008 -0.011 0.005
Si -21.741 0.033 3.973 -0.006 0.01 -0.005
Si -19.06 2.727 3.945 -0.022 -0.007 -0.008
Si -21.788 5.507 4.062 0.009 -0.013 0.008
Si -19.073 -8.118 3.914 -0.015 0.004 -0.04
Si -21.742 -5.392 4.06 0.001 0.023 0.006
Si -19.027 -2.699 3.828 0.01 0.017 -0.023
Si -16.404 -0.008 3.883 -0.042 -0.009 -0.031
Si -13.651 2.707 3.94 0.004 -0.032 -0.045
Si -16.364 5.491 4.038 -0.01 0.009 0.005
Si -13.618 -8.099 3.978 0.016 -0.021 -0.03
Si -16.316 -5.439 3.896 0.016 -0.02 -0.003
Si -13.615 -2.746 3.867 0.016 -0.022 -0.032
Si -10.908 -0.002 4.062 0.007 -0.006 0.018
Si -8.168 2.738 4.043 0.014 -0.032 -0.021
Si -10.869 5.437 4.043 0.006 0.006 -0.003
Si -8.131 -8.194 3.956 0 -0.006 -0.027
Si -10.865 -5.418 3.942 0.013 -0.018 -0.027
Si -8.11 -2.755 4.035 -0.017 0.001 0.01
Si -5.369 -0.083 4.075 -0.008 0.009 0.018
Si -2.693 2.656 4.087 0.004 0.007 -0.003
Si -5.352 5.491 3.991 0.012 0.022 -0.014
Si -2.659 8.13 3.947 -0.009 -0.022 -0.002
Si -5.396 -5.496 4.003 -0.018 0.024 -0.017
Si -2.635 -2.773 3.987 0.004 -0.003 -0.014
Si 1.338 -1.423 16.206 -0.014 0.015 -0.006
Si 4.067 1.314 16.32 -0.019 0.018 0.027
Si 1.315 4.075 16.201 0.008 0.027 -0.007
Si 4.055 6.788 16.365 0.018 -0.005 0.027
Si 1.346 -6.866 16.283 -0.022 0.017 0.015
Si 4.068 -4.155 16.324 -0.008 0.018 -0.006
Si 6.821 -1.358 16.449 0.002 0.026 0.024
Si 9.419 1.339 16.437 -0.023 -0.011 0.032
Si 6.77 4.058 16.346 0.013 -0.001 -0.006
Si 9.458 -9.541 16.373 0.003 -0.011 0.001
Si 6.734 -6.813 16.415 -0.013 0.019 0.016
Si 9.443 -4.069 16.463 0.024 -0.008 0.026
Si 12.141 -1.404 16.374 -0.007 -0.019 -0.007
Si 14.867 1.33 16.267 -0.001 -0.009 -0.022
Si 12.124 4.053 16.355 0.009 -0.03 -0.003
Si 14.896 -9.517 16.336 0.005 0.017 0.009
Si 12.199 -6.785 16.379 0.011 -0.003 0.001
Si 14.9 -4.159 16.39 0.001 -0.032 0.017
Si 17.661 -1.436 16.301 -0.002 -0.004 -0.024
Si 20.355 1.29 16.332 0 -0.002 0
Si 17.627 4.05 16.317 0.014 -0.013 0.01
Si 20.299 -9.562 16.356 -0.012 0.01 -0.02
Si 17.615 -6.853 16.394 0.007 -0.014 0.015
Si 20.35 -4.122 16.369 -0.019 0.028 0.003
Si 23.071 -1.426 16.405 -0.002 -0.005 0.021
Si 25.812 1.36 16.466 0.001 -0.009 0.041
Si 23.078 3.988 16.383 -0.012 0.019 0.032
Si 25.828 -9.587 16.365 0.022 0.002 -0.003
Si 23.06 -6.848 16.386 -0.001 0.009 0.015
Si 25.766 -4.087 16.394 -0.007 -0.008 0
Si 28.518 -1.305 16.387 0.014 -0.015 0.003
Si 31.274 1.423 16.376 0.013 -0.023 0.021
Si 28.541 4.064 16.445 -0.019 0.005 0.034
Si 31.305 -9.487 16.371 -0.002 -0.019 0.003
Si 28.544 -6.863 16.373 0.02 -0.021 0.027
Si 31.309 -4.038 16.285 0.008 -0.004 -0.021
Si 34.02 -1.323 16.305 0.007 -0.016 0.006
Si 36.837 1.409 16.4 -0.021 0.04 0.038
Si 34.101 4.133 16.345 0.003 0.022 -0.008
Si 36.856 -9.465 16.369 0.006 0.027 0.008
Si 34.072 -6.751 16.321 0.005 0.011 -0.001
Si 36.749 -4.067 16.267 0.005 -0.022 -0.013
Si 39.505 -1.292 16.365 0.001 0.015 0.017
Si -23.05 1.418 16.335 -0.015 0.008 0.011
Si -25.707 4.134 16.369 0.023 -0.027 0.002
Si -23.068 -9.461 16.362 0.005 -0.008 0.003
Si -25.715 -6.768 16.342 0.006 -0.009 0
Si -23.065 -4.005 16.35 -0.005 0.001 0.026
Si -20.335 -1.3 16.311 -0.001 -0.005 0.017
Si -17.578 1.434 16.238 0.003 -0.012 0.001
Si -20.35 4.109 16.269 0.014 0.001 0.004
Si -17.603 -9.467 16.195 0.017 -0.012 -0.002
Si -20.331 -6.7 16.25 0.005 -0.002 0.001
Si -17.63 -3.994 16.246 0.007 -0.037 0.013
Si -14.875 -1.309 16.204 0.022 -0.002 0
Si -12.2 1.384 16.187 0.008 -0.016 0.014
Si -14.892 4.084 16.213 0.01 -0.022 -0.002
Si -12.23 -9.52 16.144 -0.036 -0.018 0.008
Si -14.907 -6.728 16.195 0.025 0.029 -0.003
Si -12.199 -4.033 16.243 -0.008 -0.033 0.027
Si -9.519 -1.281 16.175 -0.015 -0.002 0.019
Si -6.819 1.358 16.11 -0.008 0.009 0
Si -9.533 4.122 16.135 0.01 0.012 0.012
Si -6.826 6.833 16.181 -0.004 0.021 0.007
Si -9.48 -6.755 16.128 -0.001 0.023 -0.012
Si -6.763 -4.076 16.106 0.009 0.005 -0.009
Si -4.087 -1.413 16.085 -0.001 -0.013 -0.014
Si -1.41 1.349 16.089 -0.021 0.026 -0.02
Si -4.122 4.07 16.141 0.017 0.007 -0.002
Si -1.384 6.763 16.22 0.005 -0.025 0.009
Si -4.112 9.504 16.209 -0.008 0.019 0.024
Si -1.37 -4.124 16.229 -0.003 0.012 0
Si 2.612 -0.039 17.591 0.006 -0.008 0.016
Si 5.481 2.633 17.693 0.013 -0.021 0.021
Si 2.645 5.382 17.625 -0.03 -0.023 0.02
Si 5.366 8.163 17.81 -0.028 -0.024 -0.022
Si 2.73 -5.564 17.672 0.039 0.005 -0.005
Si 5.436 -2.802 17.678 0.003 -0.041 0.004
Si 8.118 0.023 17.947 0.014 -0.011 0.009
Si 10.734 2.747 17.774 0.01 0.03 0.019
Si 8.07 5.44 17.742 0.027 0.016 -0.01
Si 10.839 -8.167 17.691 -0.025 -0.007 -0.016
Si 8.072 -5.457 17.815 -0.003 0.018 0.016
Si 10.778 -2.673 17.845 -0.017 0.06 0.004
Si 13.509 -0.001 17.637 0.002 0.02 0.005
Si 16.266 2.639 17.592 -0.017 0.002 0.022
Si 13.512 5.433 17.633 -0.008 0.004 0.012
Si 16.241 -8.207 17.766 0.014 -0.015 0.008
Si 13.526 -5.465 17.825 0.011 0.004 0.028
Si 16.331 -2.8 17.657 0.059 0.015 -0.001
Si 19.054 -0.14 17.667 0.009 -0.023 0.009
Si 21.645 2.663 17.724 0.02 -0.001 0.01
Si 18.921 5.424 17.729 -0.009 0.005 0.008
Si 21.67 -8.231 17.706 -0.024 0.005 0.018
Si 18.987 -5.473 17.724 0.002 -0.011 0.018
Si 21.7 -2.799 17.775 0.005 -0.001 0.004
Si 24.422 -0.056 17.763 -0.014 -0.019 0.015
Si 27.186 2.716 17.883 0.042 0.013 0.015
Si 24.51 5.317 17.7 0.032 -0.032 -0.034
Si 27.187 -8.266 17.753 -0.003 -0.008 0.032
Si 24.412 -5.481 17.751 -0.001 -0.015 0.032
Si 27.11 -2.663 17.707 0.012 0.053 0.03
Si 29.859 0.101 17.741 -0.039 0.046 0.003
Si 32.681 2.814 17.668 0.004 0 -0.001
Si 29.921 5.482 17.735 0.001 0.028 -0.022
Si 32.73 -8.12 17.663 -0.016 0.01 0.035
Si 29.965 -5.438 17.583 0.017 -0.014 -0.037
Si 32.644 -2.669 17.658 -0.012 -0.008 0.014
Si 35.388 0.025 17.655 -0.001 -0.026 0.048
Si 38.297 2.737 17.761 0.018 -0.01 -0.01
Si 35.534 5.445 17.697 -0.028 -0.046 0.013
Si 38.236 -8.099 17.746 -0.006 -0.044 0.009
Si 35.427 -5.392 17.692 0.001 0.003 0.04
Si 38.072 -2.701 17.603 -0.018 0.024 -0.026
Si 40.891 0.074 17.738 -0.037 -0.012 -0.008
Si -21.713 2.797 17.7 -0.001 0.003 0.03
Si -24.388 5.486 17.801 0.01 0.015 0.024
Si -21.721 -7.993 17.623 -0.042 0.037 0.027
Si -24.387 -5.4 17.734 0.004 -0.027 0.037
Si -21.705 -2.637 17.713 -0.009 0.002 0.004
Si -18.937 0.106 17.591 0.01 -0.005 -0.007
Si -16.179 2.728 17.647 0.037 -0.003 0.033
Si -18.909 5.445 17.538 0.017 0.001 -0.007
Si -16.252 -8.086 17.541 -0.004 0.001 0.004
Si -18.982 -5.342 17.626 -0.017 0.017 0.024
Si -16.189 -2.678 17.564 -0.043 0.027 0.012
Si -13.545 0.06 17.59 -0.031 -0.003 0.015
Si -10.832 2.749 17.518 -0.009 -0.02 0.014
Si -13.516 5.414 17.561 0.058 0.037 0.032
Si -10.868 -8.116 17.412 0.037 0.008 0
Si -13.59 -5.374 17.611 -0.071 0.039 -0.004
Si -10.821 -2.637 17.575 0.009 -0.005 -0.001
Si -8.157 0.079 17.537 0.013 0.054 0.049
Si -5.511 2.727 17.469 -0.015 -0.006 0.01
Si -8.191 5.461 17.512 -0.024 -0.031 0.022
Si -5.539 8.228 17.582 -0.046 0.002 0.048
Si -8.109 -5.391 17.475 0.018 -0.049 -0.001
Si -5.369 -2.794 17.472 0.012 -0.041 0.02
Si -2.786 -0.001 17.39 0.028 0.004 0.007
Si -0.11 2.716 17.457 -0.043 -0.015 -0.014
Si -2.744 5.359 17.524 0.012 -0.008 0.018
Si -0.07 -8.192 17.621 -0.002 -0.001 0.021
Si -2.72 -5.504 17.58 0.014 0.004 -0.006
Si 0.009 -2.785 17.58 -0.025 -0.013 0.042
Si 1.153 1.361 18.833 -0.029 -0.011 -0.012
Si 4.003 3.932 18.895 -0.024 0.008 -0.033
Si 1.232 6.721 18.961 -0.009 -0.029 -0.007
Si 3.961 -6.872 19.245 -0.009 0.008 0.036
Si 1.345 -4.228 18.955 -0.002 0.017 -0.03
Si 4.026 -1.403 18.878 -0.028 0.003 -0.026
Si 6.754 1.438 19.339 -0.009 0.048 0.037
Si 9.365 4.132 19.192 0.013 -0.037 0.016
Si 6.734 6.783 19.141 0.014 0.002 0.007
Si 9.502 -6.846 19.091 -0.002 -0.013 -0.009
Si 6.67 -4.128 19.217 -0.014 -0.006 0.001
Si 9.497 -1.317 19.377 0.018 0.023 0.001
Si 12.11 1.318 19.019 -0.012 -0.039 -0.035
Si 14.905 4.04 18.877 0.018 -0.008 -0.05
Si 12.182 -9.536 19.033 0.002 -0.009 -0.028
Si 14.898 -6.878 19.172 -0.031 0.022 0.005
Si 12.164 -4.025 19.162 0.026 -0.044 -0.037
Si 14.958 -1.369 18.864 0.011 0.027 -0.061
Si 17.644 1.23 18.883 -0.006 -0.012 -0.061
Si 20.258 4.044 19.061 0.021 -0.024 -0.016
Si 17.543 -9.599 19.166 -0.019 -0.022 0.023
Si 20.329 -6.846 19.08 -0.016 0.029 -0.02
Si 17.648 -4.125 19.123 0.009 0.008 -0.026
Si 20.339 -1.477 19.169 -0.034 0.027 0.013
Si 22.971 1.258 19.065 -0.019 -0.018 -0.01
Si 25.822 4.091 19.263 -0.025 0.053 0.06
Si 23.032 -9.721 18.918 -0.063 -0.003 -0.038
Si 25.752 -6.932 19.033 0.015 -0.022 -0.042
Si 23.035 -4.161 19.161 0.004 -0.028 0.007
Si 25.784 -1.343 19.205 0.01 0.009 -0.028
Si 28.571 1.394 19.296 0.013 0.005 0.023
Si 31.352 4.19 19.045 0.02 0.007 -0.022
Si 28.562 -9.584 19.2 0.016 -0.049 0.034
Si 31.359 -6.714 18.969 0.008 0.01 -0.055
Si 28.538 -4.105 18.846 0.011 -0.019 -0.011
Si 31.249 -1.287 18.973 0.037 -0.025 -0.037
Si 34.062 1.457 18.968 -0.005 0.019 -0.029
Si 37.007 4.157 19.074 0.042 0.039 -0.051
Si 34.151 -9.49 18.971 0.02 0.023 -0.028
Si 36.838 -6.732 19.05 -0.025 0.03 -0.045
Si 34.019 -4.015 19.004 0.001 -0.009 -0.015
Si 36.687 -1.414 18.988 -0.019 -0.031 -0.049
Si 39.592 1.358 19.239 0.005 0.035 0.027
Si -23.064 4.076 19.195 -0.038 -0.063 0.062
Si 39.622 -9.385 19.197 0.024 0.019 0.006
Si -22.93 -6.618 19.192 0.018 0.005 -0.041
Si 39.369 -4.074 18.963 -0.025 -0.051 -0.014
Si 42.223 -1.273 19.112 0.021 0.037 0.022
Si -20.287 1.447 18.981 0.021 0.002 -0.019
Si -17.554 4.1 18.954 -0.011 0.01 -0.038
Si -20.298 -9.444 18.735 0.004 -0.014 -0.03
Si -17.568 -6.699 18.923 0.023 0.006 -0.058
Si -20.317 -3.985 19.046 -0.003 -0.039 0.014
Si -17.461 -1.207 18.848 0.048 0.036 -0.016
Si -14.791 1.397 19.093 -0.018 0.032 0.019
Si -12.147 4.039 18.957 0.011 -0.061 -0.011
Si -14.911 -9.518 18.828 0.001 -0.002 -0.058
Si -12.15 -6.787 18.821 0.018 0.023 0.021
Si -14.929 -4.012 19.059 0.078 -0.074 0.046
Si -12.18 -1.269 18.942 0.027 0.007 -0.021
Si -9.44 1.534 18.962 0.058 0.046 -0.05
Si -6.901 4.026 18.864 -0.028 -0.051 -0.032
Si -9.55 6.89 18.794 -0.006 0.053 0.023
Si -6.878 9.66 19.012 0.001 -0.02 0.006
Si -9.335 -3.961 18.836 0.045 0.038 -0.054
Si -6.721 -1.369 18.703 -0.032 0.013 -0.064
Si -4.14 1.34 18.749 -0.009 0.027 -0.043
Si -1.453 3.935 18.933 -0.011 -0.031 -0.021
Si -4.142 6.761 18.752 0 0.017 -0.052
Si -1.41 -6.834 19.028 0.012 0 0.051
Si -4.078 -4.177 18.933 -0.041 0.006 0.014
Si -1.421 -1.312 18.73 0.033 0.003 -0.067
Si -0.256 0.071 20.2 -0.017 0.065 0.036
Si 2.589 2.574 20.178 0.033 0.021 0.019
Si -0.107 5.312 20.274 0.005 0.001 0.032
Si 2.472 8 20.483 0.032 0.052 0.049
Si -0.002 -5.507 20.433 -0.011 -0.091 0.071
Si 2.734 -2.824 20.202 0.072 -0.029 0.038
Si 5.195 -0.052 20.385 0.046 -0.017 0.031
Si 8.105 2.937 20.838 -0.073 0.026 0.06
Si 5.223 5.351 20.264 0.011 0.011 -0.009
Si 8.199 8.088 20.518 0.056 -0.013 -0.037
Si 5.325 -5.525 20.697 0.002 0.034 0.016
Si 8.006 -2.73 20.63 -0.011 0.015 0.035
Si 10.923 0.17 20.719 -0.043 -0.057 0.075
Si 13.536 2.713 20.175 0.002 0.024 0.038
Si 10.803 5.51 20.448 -0.041 0.016 0.029
Si 13.556 -8.325 20.492 0.044 0.024 0.051
Si 10.813 -5.443 20.482 0.012 0.004 0.04
Si 13.612 -2.548 20.306 -0.022 -0.051 0.072
Si 16.343 -0.114 20.251 0.015 -0.047 0.051
Si 18.84 2.608 20.279 0.018 0.036 0.026
Si 16.131 5.252 20.436 0.035 0.058 0.062
Si 18.911 -8.156 20.439 -0.026 0.003 0.062
Si 16.216 -5.428 20.485 0.009 0.029 0.037
Si 19.036 -2.849 20.602 -0.014 -0.032 0.085
Si 21.651 -0.093 20.541 0.029 -0.005 0.079
Si 24.3 2.643 20.393 0.03 0.019 0.024
Si 21.72 5.334 20.389 0.013 -0.045 0.022
Si 24.313 -8.381 20.261 0.054 0.02 0.017
Si 21.713 -5.573 20.542 -0.006 -0.02 0.058
Si 24.395 -2.805 20.514 0.02 0.024 0.033
Si 27.103 0.062 20.71 -0.009 0.022 0.018
Si 30.06 2.896 20.495 -0.012 -0.063 0.061
Si 27.247 5.402 20.769 -0.017 0.005 0.047
Si 29.998 -8.07 20.312 -0.03 -0.026 0.03
Si 27.234 -5.534 20.184 0.02 -0.015 -0.034
Si 29.804 -2.668 20.189 -0.01 0.053 0.025
Si 32.607 0.125 20.265 -0.01 -0.006 0.061
Si 35.635 2.682 20.25 0.049 -0.126 -0.018
Si 32.778 5.516 20.348 -0.079 -0.039 0.058
Si 35.544 -8.158 20.336 0.023 -0.049 0.036
Si 32.708 -5.346 20.376 -0.011 -0.034 0.052
Si 35.252 -2.653 20.443 0.019 0.025 0.074
Si 38.092 -0.15 20.34 0.03 -0.029 -0.02
Si 40.973 2.646 20.792 0.05 -0.006 -0.009
Si 38.307 5.555 20.584 -0.038 -0.003 0.051
Si 40.995 -7.991 20.589 0.009 -0.012 0.029
Si 38.014 -5.32 20.5 -0.026 0.016 0.052
Si 40.69 -2.69 20.256 0.002 0.063 -0.022
Si 43.725 0.083 20.408 -0.024 -0.041 0.011
Si -18.916 2.781 20.353 -0.025 -0.018 0.024
Si -21.578 5.619 20.19 -0.041 -0.009 -0.001
Si -18.968 -8.108 20.077 -0.032 0.008 0.019
Si -21.561 -5.191 20.672 -0.068 0.007 0.026
Si -18.804 -2.57 20.11 0.009 -0.02 -0.003
Si -16.196 0.045 20.426 0.006 -0.028 0.029
Si -13.398 2.728 20.516 0.004 0.008 0.105
Si -16.2 5.493 20.275 0.005 -0.004 0.053
Si -13.485 -8.255 20.14 0.061 -0.012 0.046
Si -16.332 -5.445 20.486 0.025 0.062 0.063
Si -13.525 -2.528 20.386 -0.028 -0.059 0.01
Si -10.766 0.094 20.205 -0.009 0.005 0.084
Si -8.15 2.867 20.531 -0.021 -0.003 0.066
Si -10.762 5.476 20.183 -0.01 -0.012 -0.008
Si -8.359 8.274 20.263 -0.035 0.066 0.017
Si -10.755 -5.299 20.036 -0.036 -0.009 0.013
Si -7.869 -2.694 20.194 0.002 -0.085 0.052
Si -5.47 0.001 20.069 -0.039 0.004 0.065
Si -2.872 2.538 20.261 0.007 0.052 0.023
Si -5.516 5.411 20.055 0.043 0.003 0.036
Si -2.876 -8.274 20.214 0.026 -0.001 0.032
Si -5.422 -5.413 20.48 0.026 -0.013 0.043
Si -2.699 -2.672 20.077 -0.042 -0.038 0.046
Si 1.237 -1.376 21.174 0.002 0.005 -0.392
Si 3.357 0.838 21.588 0.149 0.04 -0.774
Si 1.51 4.132 21.495 -0.153 0.053 -0.732
Si 3.66 6.371 21.669 0.012 0.158 -0.686
Si 1.135 -7.031 21.954 -0.102 -0.001 -0.802
Si 4.124 -3.809 21.867 -0.185 -0.357 -0.734
Si 6.285 -1.541 21.8 0.214 0.048 -0.729
Si 9.966 1.959 22.078 -0.129 -0.123 -0.814
Si 6.45 4.41 21.98 0.304 -0.222 -0.68
Si 9.845 7.086 21.965 -0.279 -0.286 -0.643
Si 7.038 -6.749 21.878 -0.196 0.008 -0.647
Si 9.157 -4.417 21.833 -0.001 0.059 -0.71
Si 12.835 -0.846 21.75 -0.216 0.125 -0.738
Si 14.971 1.364 21.379 0.018 -0.027 -0.461
Si 12.243 4.077 21.543 0.004 -0.007 -0.474
Si 14.492 -10.096 21.823 0.025 0.037 -0.696
Si 12.073 -7.008 21.709 0.129 0.14 -0.801
Si 15.051 -3.739 21.682 0 -0.173 -0.758
Si 17.361 -1.655 21.748 0.193 0.145 -0.768
Si 20.298 1.491 21.688 -0.086 -0.292 -0.703
Si 17.179 3.532 21.659 0.044 0.154 -0.702
Si 20.557 -9.364 21.56 -0.071 0.075 -0.695
Si 17.783 -6.568 21.801 -0.106 -0.137 -0.76
Si 20.173 -4.503 21.97 0.143 0.288 -0.73
Si 23.299 -1.196 21.864 -0.221 -0.12 -0.757
Si 25.341 1.235 21.936 0.324 0.151 -0.682
Si 22.653 3.615 21.758 0.169 0.292 -0.734
Si 25.764 -9.334 21.811 0.104 -0.191 -0.585
Si 22.832 -7.298 21.712 0.062 0.184 -0.701
Si 26.023 -4.148 21.557 -0.268 -0.135 -0.657
Si 28.154 -1.832 21.664 0.096 0.353 -0.742
Si 31.375 1.427 21.77 0.101 0.168 -0.684
Si 28.693 3.902 22.154 -0.118 0.147 -0.734
Si 31.682 -9.081 21.54 -0.09 -0.235 -0.775
Si 28.893 -6.432 21.573 -0.176 -0.309 -0.632
Si 31.053 -4.092 21.502 0.305 0.124 -0.684
Si 34.076 -0.971 21.644 -0.017 -0.273 -0.68
Si 36.549 0.95 21.636 -0.01 0.3 -0.632
Si 34.527 4.333 21.376 -0.294 -0.063 -0.682
Si 36.622 -9.654 21.874 0.377 0.368 -0.503
Si 33.97 -6.982 21.531 0.044 0.288 -0.733
Si 36.62 -3.863 21.916 -0.163 -0.28 -0.639
Si 39.01 -1.818 21.713 0.119 0.171 -0.749
Si 42.562 1.219 22.099 -0.11 0.339 -0.71
Si 39.585 4.17 22.021 0.084 -0.143 -0.781
Si 42.826 -9.1 21.658 -0.389 0.004 -0.753
Si 39.749 -6.308 21.745 -0.065 -0.198 -0.734
Si 41.874 -3.968 21.761 0.333 0.068 -0.59
Si 45.371 -1.13 21.541 -0.146 -0.075 -0.677
Si -17.815 1.173 21.694 0.154 0.171 -0.778
Si -19.984 4.536 21.479 -0.085 -0.203 -0.802
Si -17.799 -9.578 21.44 0.242 0.123 -0.712
Si -20.204 -6.929 21.665 0.127 0.367 -0.632
Si -17.449 -3.693 21.619 -0.121 -0.279 -0.779
Si -15.127 -1.57 21.813 0.224 0.329 -0.752
Si -11.853 1.38 21.845 -0.087 0.171 -0.742
Si -14.747 4.309 21.696 -0.073 -0.264 -0.702
Si -12.451 6.444 21.471 0.064 0.141 -0.727
Si -14.435 -6.597 21.425 -0.674 -0.354 -0.214
Si -12.361 -4.292 21.382 0.391 0.628 -0.338
Si -9.127 -1.13 21.296 0.027 0.053 -0.701
Si -6.966 1.055 21.53 0.016 0.33 -0.786
Si -9.112 4.794 21.765 -0.028 -0.385 -0.7
Si -6.816 6.874 21.278 -0.027 0.027 -0.474
Si -9.766 9.702 21.618 0 -0.18 -0.552
Si -6.25 -3.544 21.765 -0.066 -0.233 -0.66
Si -4.047 -1.3 21.371 0.057 0.039 -0.425
Si -1.879 0.98 21.754 0.114 0.024 -0.576
Si -4.129 4.122 21.422 -0.287 -0.268 -0.669
Si -1.872 6.323 21.424 0.316 0.254 -0.872
Si -4.477 -7.298 21.634 0.007 0.149 -0.644
Si -1.009 -3.601 21.366 -0.114 -0.119 -0.759
Si -6.192 -7.789 24.876 -0.052 0.027 -0.059
Si 9.625 5.465 -6.672 -0.024 -0.069 0.021
Si 2.235 -5.11 23.866 0.119 0.047 -0.006
Si 2.699 -4.948 -6.464 0.038 -0.027 -0.025
Si -0.123 -4.007 -6.58 0.062 0.002 0.009
Si 12.563 3.249 -2.433 -0.017 -0.069 -0.058
Si 11.976 3.866 -6.606 0.037 0.073 -0.067
Si 4.695 2.474 23.899 0.057 0.138 -0.205
Si 6.019 7.044 23.475 -0.02 -0.111 -0.244
Si 15.156 -4.334 -2.714 0.018 -0.157 0.02
Si 11.758 0.724 26.144 0.049 -0.054 -0.057
Si 15.232 -2.217 -6.545 -0.055 -0.057 0.038
Si 17.147 1.945 25.851 -0.128 0.024 -0.02
Si 19.942 3.452 25.835 0.153 -0.006 0.011
Si 9.948 7.306 24.991 0.066 -0.14 -0.183
Si 13.686 -5.423 23.908 0.036 0.009 -0.111
Si 17.521 -2.491 -2.794 0.001 0.085 0.128
Si 19.721 5.916 -5.774 -0.065 -0.029 -0.047
Si 20.02 -4.031 -2.879 0.14 0.094 0.009
Si 27.803 5.393 -2.401 -0.043 0.089 0.058
Si 19.644 -6.523 -4.283 -0.155 0.022 -0.011
Si 16.238 6.661 24.434 0.018 -0.005 -0.139
Si 16.453 -6.799 24.638 0.096 0.042 -0.076
Si 25.34 -6.681 23.237 -0.101 -0.097 -0.218
Si 25.242 4.618 -3.649 0.043 0.073 0.111
Si 24.355 3.05 24.212 0.01 -0.025 -0.174
Si 22.342 1.338 25.874 0.054 0.058 -0.027
Si 29.013 -7.478 -6.448 -0.115 -0.047 0.1
Si 29.277 -1.235 24.554 0.043 0.041 0.114
Si 26.655 -3.606 -2.754 0.128 0.088 0.081
Si 29.018 -3.362 -4.671 -0.039 -0.071 0.019
Si 32.67 5.818 -6.793 0.111 -0.027 -0.121
Si 30.855 5.46 23.717 -0.027 -0.086 0.091
Si 32.014 -5.877 25.186 0.133 0.039 0.066
Si -28.678 2.368 -2.664 0.01 -0.14 0.097
Si 32.07 -2.156 23.795 -0.118 0.118 -0.131
Si -30.789 -3.296 -4.644 -0.022 0.014 -0.019
Si -30.511 -1.115 -2.602 0.06 0.02 0.026
Si -24.901 -3.976 -6.868 0.021 -0.077 -0.018
Si -25.907 -6.588 24.639 0.01 0.022 -0.093
Si 27.744 -3.632 25.741 0.082 -0.054 -0.103
Si -28.149 -0.19 -4.082 -0.12 -0.068 -0.008
Si -25.579 1.632 -6.94 -0.033 0.133 -0.042
Si -18.91 3.949 25.743 0.025 -0.03 -0.135
Si -23.499 5.46 23.952 -0.002 -0.167 -0.03
Si -23.155 7.432 -6.765 -0.011 -0.008 -0.052
Si -24.112 -0.977 -7.181 -0.045 0.039 -0.025
Si -15.114 -0.969 -3.28 0.095 -0.116 -0.005
Si -16.545 2.936 23.979 0.02 0.072 -0.083
Si -16.861 1.336 -3.176 0.004 -0.043 0.029
Si -21.384 3.32 24.046 -0.021 -0.122 0.015
Si -18.16 -7.74 23.788 -0.039 0.095 -0.154
Si -19.593 -3.152 23.723 0.033 -0.009 -0.127
Si -16.476 3.871 -5.06 0.056 0.082 -0.108
Si -14.026 3.259 -6.947 -0.147 -0.013 0.048
Si -10.318 1.454 24.356 -0.043 0.104 -0.102
Si -17.81 5.663 -3.048 0.11 0.002 0.072
Si -13.326 -6.859 -5.495 -0.031 -0.025 -0.044
Si -12.312 -6.272 23.38 -0.017 0.091 -0.318
Si -13.154 -0.718 23.881 -0.016 0.056 -0.101
Si -8.003 -1.103 -2.991 -0.036 0.123 0.116
Si -4.083 1.87 -7.033 -0.026 -0.012 -0.119
Si -10.86 6.004 23.891 0.104 -0.144 -0.201
Si -7.921 -1.85 -7.163 -0.023 0.103 -0.047
Si -7.661 -5.41 23.67 -0.043 0.049 -0.036
Si -8.783 -7.18 -5.661 -0.014 0.019 0.035
Si -0.029 2.575 23.81 -0.255 0.018 -0.084
Si 6.295 -0.027 24.597 -0.092 -0.107 -0.134
Si 0.282 5.146 25.527 -0.024 -0.096 -0.122
Si -4.373 -5.302 -6.941 0.06 -0.039 -0.074
Si -3.684 7.843 -2.712 -0.095 0.047 0.178
Si 1.375 0.721 25.95 0.035 0.041 -0.085
Si 3.24 4.211 26.093 -0.018 0.04 -0.021
Si 3.925 -6.575 -4.149 0.068 -0.023 -0.057
Si -3.472 -7.292 24.522 0.015 -0.022 -0.102
Si 12.304 -4.146 -4.063 0.02 0.019 0.016
Si 1.054 -6.82 -2.905 -0.054 0.078 0.088
Si 4.958 -0.021 -6.834 0.019 -0.078 -0.031
Si 6.751 6.4 -7.04 0.013 -0.129 -0.094
Si 9.277 1.248 -3.232 -0.006 0.123 0.188
Si 4.003 -2.528 -5.12 0.008 0.034 0.096
Si 9.712 -2.853 -4.202 -0.121 0.038 0.023
Si 11.828 0.198 -2.576 -0.004 0.038 0.157
Si 9.836 -2.603 24.222 0.051 0.04 -0.064
Si 10.436 3.845 -4.279 -0.17 0.041 -0.103
Si 14.053 6.035 -5.446 0.006 -0.062 -0.117
Si 10.248 -6.32 -6.803 -0.011 0.028 -0.051
Si 19.231 -4.695 -6.817 0.021 -0.003 -0.137
Si 9.218 0.237 24.589 0.019 0.118 -0.186
Si 12.55 -1.691 24.678 -0.063 0.037 -0.01
Si 19.539 0.433 -6.51 -0.06 0.056 -0.01
Si 17.19 4.259 -2.601 -0.137 0.076 0.132
Si 18.859 5.253 23.651 -0.149 -0.172 -0.114
Si 22.639 -1.573 24.861 0.014 -0.04 -0.062
Si 21.477 -8.18 -5.757 0.072 0.022 -0.129
Si 21.089 -4.23 25.041 -0.041 -0.093 -0.159
Si 21.967 0.105 -2.105 0.115 0.075 0.09
Si 27.555 4.263 -5.102 0.027 0.065 0.108
Si 25.594 5.781 24.624 -0.005 0.036 -0.091
Si 25.314 -7.812 26.038 0.081 -0.054 -0.064
Si 22.13 0.65 -5.014 -0.022 -0.021 0.072
Si 27.948 -0.546 -4.879 -0.178 -0.03 0.016
Si -31.303 1.719 -3.548 0.059 -0.109 -0.057
Si 30.923 3.556 -7.135 -0.142 0.006 -0.066
Si 26.988 -0.535 -2.11 -0.073 0.039 0.154
Si -21.21 -7.072 -2.998 0.052 -0.067 0.173
Si -31.6 -1.859 -6.859 -0.03 -0.047 0.087
Si 31.933 -3.718 -5.663 -0.066 0.065 -0.054
Si 31.11 2.596 -2.657 0.042 -0.066 0.102
Si -27.334 2.337 23.949 0.136 0.004 0.02
Si 32.54 7.231 -4.121 0.099 -0.005 0.064
Si -29.111 6.686 24.941 0.171 0.085 -0.141
Si 29.298 1.535 23.819 -0.099 0.049 -0.105
Si -23.936 -1.448 23.459 0.057 -0.189 -0.248
Si -30.53 -5.412 23.97 0.058 0.167 0.025
Si -27.898 7.178 -2.835 -0.105 -0.055 0.149
Si -30.794 -7.275 26.096 -0.074 0.075 0.016
Si -25.281 -4.167 -3.928 0.115 -0.054 -0.069
Si -22.881 -0.755 -4.287 -0.178 -0.014 0.135
Si -17.511 -4.886 -6.152 0.003 0.045 -0.008
Si -23.467 7.27 -2.838 -0.097 0.116 0.137
Si -13.031 5.186 -2.267 -0.115 0.032 0.193
Si -18.595 -7.881 -4.271 0.209 -0.037 0.023
Si -20.716 -4.93 25.754 -0.001 0.116 0.031
Si -20.607 -2.217 -3.012 0.009 0.133 0.072
Si -23.496 -6.402 26.07 -0.064 -0.023 -0.018
Si -11.817 -4.542 -2.768 0.114 0.007 0.058
Si -9.918 5.043 -4.934 -0.091 0.08 -0.069
Si -14.647 -5.869 -2.943 0.093 -0.061 0.067
Si -11.055 -5.821 -6.943 0.021 0.092 -0.039
Si -10.453 -1.697 23.884 -0.074 0.041 0.026
Si -9.897 -0.375 -5.316 -0.057 -0.067 0.004
Si -11.665 1.427 -7.048 0.063 -0.063 -0.105
Si -5.332 5.735 -1.776 0.004 -0.039 -0.015
Si -8.59 6.823 25.562 -0.022 0.118 -0.039
Si 0.103 -4.142 -2.672 -0.025 -0.007 0.056
Si -4.567 -3.823 -4.414 -0.09 0.067 -0.077
Si -8.427 -4.607 -6.937 -0.033 -0.139 -0.155
Si 2.517 3.135 -5.127 0.069 0.134 0.033
Si -0.581 -1.715 25.927 -0.048 -0.073 0.025
Si -4.837 5.943 -4.465 0.02 0.032 0.031
Si -3.045 2.072 -2.282 0.001 -0.068 0.075
Si -0.696 -3.892 24.065 -0.059 -0.062 0.001
Si -5.418 2.513 23.8 0.05 0.025 -0.139
Si -0.803 7.668 23.979 0.088 0.099 -0.062
Si 4.384 2.323 -2.86 -0.002 0.028 0.049
Si 0.008 4.85 -5.073 -0.009 0.003 -0.019
Si 9.366 -3.454 -6.958 -0.045 -0.087 0.009
Si 8.202 -5.189 -5.276 -0.016 0.046 -0.067
Si 2.812 -2.683 -2.195 0.04 0.089 0.014
Si 7.11 -1.938 -2.872 0.05 -0.017 0.028
Si 6.465 0.548 -4.297 -0.085 -0.051 0.024
Si 5.333 5.264 -2.164 0.095 0.093 0.106
Si 8.375 -7.874 -2.096 0.055 -0.085 0.201
Si 5.831 -4.421 -3.9 0.047 -0.014 0.067
Si 10.681 -5.818 -2.137 -0.08 0.077 0.176
Si 16.815 -6.849 -3.011 0.092 -0.02 0.128
Si 13.949 -0.029 -4.713 0.076 0.013 -0.075
Si 15.115 2.12 -3.067 -0.018 -0.104 0.192
Si 12.92 -7.62 -6.742 -0.1 0.027 -0.112
Si 6.219 7.473 -4.171 -0.107 0 0.17
Si 18.391 0.306 23.957 -0.025 0.028 -0.075
Si 16.754 5.096 -6.809 0.17 0.017 0.052
Si 15.4 6.646 -2.899 0.003 0.073 0.093
Si 13.78 -4.745 -6.698 0.056 -0.018 0.04
Si 19.995 5.11 -2.918 0.017 0.189 0.154
Si 18.074 -2.03 -5.69 -0.003 0.001 0.007
Si 23.346 -5.895 -6.692 0.043 -0.053 -0.1
Si 21.914 -2.092 -4.017 -0.026 0.04 -0.038
Si 22.658 4.559 -2.509 0.112 0.037 -0.079
Si 23.548 6.909 -4.023 -0.014 -0.046 -0.052
Si 32.288 5.264 -1.916 0.007 0.007 0.144
Si 24.943 -7.746 -2.058 0.07 -0.082 0.223
Si 24.367 -3.763 -4.762 0.027 0.064 -0.082
Si 25.952 -1.994 -6.914 0.096 -0.055 0.039
Si -32.26 3.213 23.577 -0.085 -0.137 0.066
Si 29.096 -6.216 24.474 0.017 0.131 -0.035
Si 28.711 5.905 -7.165 0.047 -0.021 -0.074
Si 27.821 -7.707 -2.188 -0.02 -0.26 0.019
Si 32.476 -5.505 -1.962 -0.026 -0.173 0.029
Si -29.996 -7.608 -4.258 -0.075 0.01 -0.098
Si -25.902 -7.21 -3.696 0.03 -0.092 -0.136
Si -30.786 4.358 25.883 -0.051 0.026 0.042
Si -29.841 -4.994 -2.693 0.002 -0.034 0.057
Si 30.43 -7.058 -3.746 0.084 -0.035 -0.012
Si 29.476 1.962 -5.165 0.085 0.059 0.15
Si -30.121 0.596 -6.149 0.111 -0.035 0.098
Si -20.452 4.187 -2.826 -0.101 0.08 0.046
Si -26.534 4.561 -2.959 0.135 -0.181 0.074
Si -22.499 5.411 -4.804 0.036 -0.059 -0.015
Si -22.514 -4.527 -2.803 0.007 0.173 0.057
Si -25.693 -1.429 -2.998 0.018 0.096 0.021
Si -22.303 1.842 -2.865 -0.062 0.05 0.108
Si -24.298 3.231 -4.672 -0.012 -0.071 -0.008
Si -28.346 2.662 -7.174 0.086 -0.008 0.06
Si -16.497 -7.553 26.154 0.031 -0.013 -0.154
Si -26.025 8.062 -6.612 -0.018 -0.039 0.019
Si -17.936 -1.188 -4.198 -0.005 -0.03 0.06
Si -17.92 7.532 -7.195 0.04 -0.121 -0.01
Si -11.287 0.486 -1.883 -0.071 -0.022 -0.003
Si -18.322 -2.313 -6.869 -0.058 -0.025 -0.011
Si -17.389 -5.3 -3.244 -0.163 -0.011 0.054
Si -12.165 -1.686 -3.959 -0.066 0.213 -0.028
Si -12.263 6.766 -4.688 -0.028 -0.118 0.083
Si -9.382 -6.202 -3.005 -0.011 -0.067 0.109
Si -5.349 0.085 -2.044 0.045 -0.026 0.022
Si -10.659 3.335 -2.636 -0.111 -0.005 0.161
Si -11.828 5.298 -7.2 0.11 0.036 0.064
Si -2.604 -0.805 -6.56 -0.041 -0.083 -0.01
Si -5.054 -2.428 -6.963 -0.019 0.002 -0.032
Si -2.781 3.801 -4.96 -0.026 -0.029 -0.009
Si -7.217 5.146 -6.141 0.03 -0.04 0.072
Si -0.852 7.155 -3.076 -0.003 -0.056 0.076
Si -1.847 -2.961 -4.496 -0.047 0.017 -0.087
Si -7.521 2.297 25.697 -0.023 -0.115 -0.118
Si -7.196 -3.912 -2.803 -0.08 0.095 0.04
Si 1.413 -1.406 5.392 0 -0.009 -0.001
Si 4.093 1.344 5.43 0 0.004 -0.009
Si 1.389 4.057 5.454 0.003 0.002 0.014
Si 4.126 6.814 5.471 0.008 0.009 0.003
Si 1.375 9.553 5.4 -0.009 0.012 0.004
Si 4.1 -4.056 5.387 -0.007 0.013 -0.019
Si 6.815 -1.329 5.419 0.007 -0.002 0.001
Si 9.515 1.357 5.408 -0.012 0.001 -0.015
Si 6.844 4.071 5.463 -0.002 -0.013 -0.006
Si 9.518 6.783 5.48 -0.01 0.007 -0.01
Si 6.808 -6.785 5.479 -0.009 0.004 0.005
Si 9.515 -4.053 5.483 -0.013 -0.004 -0.003
Si 12.248 -1.338 5.449 -0.009 0 -0.011
Si 14.935 1.339 5.437 -0.007 0.011 -0.016
Si 12.247 4.047 5.48 0.004 -0.005 0.003
Si 14.962 6.784 5.475 -0.003 -0.008 0.003
Si 12.248 -6.782 5.489 0.019 -0.012 0.001
Si 14.975 -4.082 5.438 0.003 -0.001 -0.02
Si 17.682 -1.426 5.454 0.002 -0.009 -0.003
Si 20.374 1.328 5.506 0.001 0.021 -0.006
Si 17.672 4.043 5.472 0.001 -0.003 -0.003
Si 20.354 6.798 5.485 -0.013 0.017 -0.008
Si 17.705 -6.819 5.43 -0.002 -0.014 -0.013
Si 20.382 -4.133 5.422 -0.001 0.013 -0.014
Si 23.096 -1.389 5.56 0.009 0.001 0.014
Si 25.826 1.346 5.575 0.018 0.008 -0.01
Si 23.111 4.075 5.525 -0.005 0.011 -0.011
Si 25.766 6.789 5.534 0.002 0.032 -0.029
Si 23.062 -6.812 5.501 0.011 0.01 -0.018
Si 25.811 -4.06 5.611 0.008 0.005 0.01
Si 28.568 -1.337 5.581 0.011 -0.008 0.007
Si 31.259 1.363 5.574 0.007 0.014 -0.011
Si 28.54 4.037 5.637 -0.015 -0.01 0.022
Si 31.269 6.815 5.605 -0.008 -0.005 -0.019
Si 28.534 -6.779 5.617 0.004 0.009 0.013
Si 31.276 -4.042 5.559 -0.012 -0.003 -0.013
Si 34.018 -1.352 5.518 0.007 -0.021 0.002
Si 36.731 1.372 5.44 0.001 -0.007 -0.018
Si 34.004 4.083 5.567 0.017 -0.009 0.006
Si -28.585 6.837 5.579 -0.015 -0.008 0.016
Si 33.958 -6.751 5.602 -0.008 -0.009 0
Si -28.59 -4.026 5.504 -0.011 0 -0.003
Si -25.838 -1.284 5.434 0.006 0.003 -0.005
Si -23.107 1.399 5.354 -0.003 0.016 -0.013
Si -25.834 4.074 5.477 0.018 -0.021 -0.005
Si -23.148 6.852 5.424 -0.005 0.01 -0.014
Si -25.852 -6.745 5.436 -0.019 -0.017 0
Si -23.135 -4.021 5.377 -0.018 -0.011 -0.006
Si -20.376 -1.36 5.283 0.016 -0.022 -0.013
Si -17.718 1.35 5.302 -0.011 -0.002 0.002
Si -20.406 4.098 5.342 0.006 -0.015 -0.005
Si -17.743 6.854 5.342 -0.003 0.001 -0.003
Si -20.371 -6.764 5.362 0.002 -0.024 -0.007
Si -17.682 -4.05 5.243 -0.018 0.013 -0.024
Si -14.983 -1.354 5.228 0.051 0.039 -0.034
Si -12.296 1.375 5.348 0.001 0.044 -0.004
Si -14.976 4.094 5.325 0.012 -0.015 -0.012
Si -12.263 6.828 5.327 -0.017 -0.001 0.003
Si -14.977 -6.75 5.326 0.002 -0.01 -0.003
Si -12.26 -4.073 5.285 -0.021 -0.003 -0.013
Si -9.508 -1.38 5.355 0 -0.003 -0.013
Si -6.772 1.342 5.347 -0.01 0.012 -0.01
Si -9.515 4.091 5.4 -0.003 -0.004 0.007
Si -6.749 6.819 5.344 -0.004 0.001 -0.015
Si -9.504 -6.802 5.291 0.013 -0.004 -0.003
Si -6.748 -4.122 5.365 0.004 -0.005 -0.009
Si -4.003 -1.44 5.391 0.003 -0.007 -0.013
Si -1.31 1.328 5.434 0.014 -0.002 -0.002
Si -4.065 4.066 5.369 -0.014 0.003 -0.016
Si -1.342 6.776 5.368 -0.005 0.01 -0.005
Si -4.028 -6.849 5.337 -0.001 -0.02 -0.008
Si -1.287 -4.123 5.344 -0.001 -0.006 -0.006
Si 2.748 -0.036 6.773 -0.002 0.004 -0.007
Si 5.457 2.706 6.789 -0.005 0.005 -0.004
Si 2.751 5.433 6.791 -0.015 -0.005 -0.007
Si 5.469 -8.157 6.836 -0.002 -0.007 0.001
Si 2.744 -5.417 6.759 -0.022 -0.001 -0.012
Si 5.463 -2.715 6.768 0.008 0.003 -0.009
Si 8.175 0.004 6.796 -0.002 0.001 -0.001
Si 10.863 2.697 6.814 0.012 0.016 -0.004
Si 8.175 5.427 6.844 0.016 -0.01 0.005
Si 10.886 -8.169 6.827 0.01 -0.008 -0.009
Si 8.163 -5.427 6.832 -0.008 0.018 0
Si 10.895 -2.706 6.819 0.003 -0.006 0.001
Si 13.592 0 6.83 0.006 -0.001 0.004
Si 16.293 2.689 6.819 -0.004 0.002 -0.002
Si 13.597 5.422 6.834 -0.006 0.008 -0.002
Si 16.333 -8.172 6.813 -0.001 -0.007 -0.006
Si 13.612 -5.426 6.826 -0.01 0.007 0.003
Si 16.314 -2.749 6.833 0.014 -0.002 0.008
Si 19.007 -0.044 6.84 -0.01 -0.002 -0.002
Si 21.736 2.699 6.86 0.004 -0.006 0.001
Si 19.01 5.418 6.84 -0.004 0.013 0.003
Si 21.714 -8.176 6.862 -0.016 0.001 -0.003
Si 19.029 -5.463 6.823 0.001 -0.012 0.003
Si 21.717 -2.783 6.85 0.026 -0.014 -0.012
Si 24.454 -0.018 6.911 -0.013 0 -0.007
Si 27.169 2.689 6.964 0.017 0.013 0.011
Si 24.438 5.432 6.913 0.002 -0.011 -0.005
Si 27.146 -8.174 6.907 0.019 -0.007 -0.007
Si 24.432 -5.469 6.891 0.005 0.008 -0.011
Si 27.189 -2.696 6.932 -0.025 -0.001 -0.01
Si 29.921 0.006 6.944 0.004 -0.002 -0.001
Si 32.636 2.727 6.913 0.001 0.003 -0.003
Si 29.904 5.444 6.945 -0.002 -0.018 -0.007
Si 32.622 -8.136 6.95 -0.005 0.017 -0.007
Si 29.919 -5.41 6.931 0.008 -0.015 -0.008
Si 32.651 -2.69 6.903 0.005 0.009 -0.009
Si 35.382 0.03 6.846 -0.009 0.004 -0.006
Si -27.192 2.716 6.829 0.013 -0.002 0
Si -29.931 5.461 6.918 -0.01 0.02 0
Si -27.179 -8.103 6.849 -0.001 -0.007 -0.007
Si -29.921 -5.386 6.899 0 0.003 -0.001
Si -27.189 -2.658 6.811 0.004 0.003 -0.001
Si -24.457 0.065 6.767 -0.025 0.004 0.003
Si -21.759 2.756 6.727 0.008 0.004 0.002
Si -24.474 5.471 6.799 0.001 -0.003 0.002
Si -21.751 -8.107 6.74 0.002 0.004 -0.004
Si -24.474 -5.381 6.77 0.007 0.007 -0.01
Si -21.741 -2.674 6.706 -0.006 0.013 0.001
Si -19.06 0.009 6.683 -0.005 0.014 0.016
Si -16.347 2.722 6.662 0.019 -0.009 -0.006
Si -19.062 5.47 6.711 -0.004 0.006 -0.006
Si -16.346 -8.115 6.679 -0.008 0.015 0.002
Si -19.014 -5.383 6.683 -0.001 -0.004 0.008
Si -16.329 -2.696 6.627 -0.013 -0.017 0
Si -13.651 -0.013 6.659 0.011 0.001 0.002
Si -10.914 2.731 6.702 -0.011 -0.012 -0.003
Si -13.62 5.462 6.684 0.013 -0.009 -0.003
Si -10.881 -8.137 6.667 0 -0.001 -0.006
Si -13.608 -5.407 6.679 -0.003 0 0.004
Si -10.899 -2.733 6.673 0.011 0.001 0
Si -8.148 -0.009 6.698 -0.005 -0.003 -0.004
Si -5.429 2.707 6.714 -0.014 0.015 0.001
Si -8.124 5.458 6.702 0.019 -0.013 -0.003
Si -5.404 -8.162 6.718 -0.016 0.004 0.001
Si -8.151 -5.464 6.685 0.009 0 0.002
Si -5.4 -2.763 6.728 0.009 -0.006 0.006
Si -2.68 -0.044 6.752 -0.003 0.001 -0.002
Si 0.04 2.686 6.794 0.002 -0.001 0.005
Si -2.701 5.422 6.728 0 0.005 -0.006
Si 0.025 8.145 6.725 0.008 -0.008 -0.012
Si -2.672 -5.474 6.691 -0.013 0.01 -0.005
Si 0.051 -2.766 6.738 0.016 -0.012 -0.008
Si 1.397 1.322 8.137 -0.006 0.012 0.002
Si 4.102 4.064 8.149 -0.004 0.006 0
Si 1.378 6.8 8.114 0.013 0.004 -0.001
Si 4.087 -6.787 8.144 0.007 -0.006 -0.001
Si 1.397 -4.089 8.132 0.002 0.009 0.016
Si 4.112 -1.373 8.143 -0.014 -0.003 0.006
Si 6.814 1.355 8.16 0.007 0.012 -0.002
Si 9.528 4.065 8.194 -0.004 0.01 0.009
Si 6.816 6.792 8.191 -0.015 -0.001 0.004
Si 9.522 -6.803 8.181 -0.002 0.002 -0.003
Si 6.795 -4.072 8.168 -0.001 -0.014 0.006
Si 9.517 -1.364 8.171 -0.003 -0.005 0
Si 12.216 1.344 8.187 -0.012 -0.012 0.003
Si 14.944 4.051 8.193 0.012 -0.002 0.004
Si 12.23 6.782 8.19 -0.005 -0.004 0
Si 14.954 -6.816 8.174 -0.001 0.008 -0.008
Si 12.24 -4.077 8.185 0.02 0.014 -0.003
Si 14.946 -1.376 8.184 0 -0.001 -0.01
Si 17.642 1.323 8.194 -0.007 -0.007 -0.002
Si 20.367 4.059 8.211 0.003 0.013 -0.006
Si 17.655 6.778 8.2 0.001 -0.012 0.002
Si 20.363 -6.818 8.217 0.006 -0.002 0.012
Si 17.661 -4.114 8.192 -0.018 0.01 0.004
Si 20.367 -1.4 8.204 -0.008 0.004 0
Si 23.088 1.351 8.243 0.021 0.017 -0.001
Si 25.806 4.079 8.277 0.014 0.006 0.001
Si 23.067 6.79 8.245 0.014 0.003 0.006
Si 25.797 -6.812 8.265 -0.017 -0.011 0.003
Si 23.075 -4.113 8.243 -0.021 -0.013 0.008
Si 25.812 -1.362 8.28 0.018 -0.007 0.008
Si 28.55 1.347 8.302 -0.01 -0.023 0.013
Si 31.286 4.091 8.279 0.016 0.015 0
Si 28.524 6.805 8.276 -0.005 0.003 -0.001
Si 31.263 -6.776 8.293 -0.011 -0.011 0.009
Si 28.547 -4.063 8.282 0.012 0.023 -0.004
Si 31.294 -1.345 8.28 0 0.008 0.003
Si 34.02 1.37 8.238 -0.014 -0.008 0
Si -28.535 4.086 8.213 -0.025 -0.006 -0.005
Si 34.005 6.825 8.276 0.012 -0.01 0.002
Si -28.537 -6.755 8.221 0.009 0.011 0.004
Si 34.002 -4.045 8.266 -0.006 -0.014 0.006
Si -28.534 -1.319 8.205 0.003 0.005 0.009
Si -25.808 1.386 8.177 0.012 0.006 0.009
Si -23.095 4.111 8.129 0.001 -0.007 0.002
Si -25.817 6.834 8.177 -0.003 0.015 0.001
Si -23.101 -6.747 8.114 -0.005 -0.003 0.004
Si -25.821 -4.028 8.153 -0.003 -0.016 0.004
Si -23.091 -1.317 8.099 0.015 0.001 -0.001
Si -20.396 1.383 8.069 -0.02 -0.014 0.005
Si -17.684 4.1 8.042 -0.011 0.001 -0.004
Si -20.403 6.834 8.091 -0.008 -0.021 0.004
Si -17.677 -6.749 8.058 0.016 0.007 0.002
Si -20.384 -4.041 8.064 0.006 -0.009 -0.006
Si -17.678 -1.343 8.026 -0.002 0.009 -0.002
Si -14.987 1.367 8.027 0.001 0.006 0
Si -12.259 4.107 8.047 0.003 0.006 0.009
Si -14.983 6.832 8.032 -0.01 -0.013 0
Si -12.244 -6.777 8.026 0.002 -0.003 0.002
Si -14.976 -4.042 8.021 0.033 0.009 0.008
Si -12.265 -1.357 8.014 -0.001 -0.001 -0.004
Si -9.534 1.359 8.029 0.013 0.01 -0.006
Si -6.791 4.078 8.055 0 -0.015 0.01
Si -9.513 6.824 8.028 0.005 0.013 -0.008
Si -6.783 -6.803 8.053 0.009 -0.003 0
Si -9.523 -4.088 8.024 -0.014 -0.011 -0.01
Si -6.779 -1.374 8.044 0.003 0.008 -0.01
Si -4.059 1.343 8.065 0 -0.005 -0.004
Si -1.338 4.07 8.098 0.009 0.003 0
Si -4.062 6.784 8.071 -0.006 -0.021 0.008
Si -1.331 -6.819 8.077 -0.005 -0.006 0
Si -4.036 -4.122 8.064 -0.006 0.006 0.004
Si -1.311 -1.4 8.095 -0.005 0.004 0.001
Si 0.033 -0.04 9.473 0.02 0 0.007
Si 2.747 2.691 9.497 -0.001 -0.016 -0.001
Si 0.021 5.427 9.459 -0.007 0.003 0.001
Si 2.734 -8.169 9.486 -0.019 -0.004 -0.001
Si 0.028 -5.469 9.45 0.012 -0.001 -0.005
Si 2.756 -2.738 9.497 -0.001 -0.001 0.004
Si 5.46 -0.014 9.514 0.009 -0.01 -0.004
Si 8.155 2.708 9.539 0 -0.001 0.003
Si 5.449 5.42 9.524 -0.005 -0.001 0.004
Si 8.167 -8.163 9.55 0.008 -0.01 0.005
Si 5.448 -5.447 9.522 -0.014 0.018 -0.005
Si 8.161 -2.727 9.533 -0.001 0.011 -0.001
Si 10.861 -0.016 9.55 0.005 0.006 0.008
Si 13.57 2.701 9.554 -0.005 0.017 0
Si 10.869 5.432 9.56 0.011 -0.005 0.004
Si 13.581 -8.167 9.542 0.005 -0.013 -0.007
Si 10.874 -5.441 9.544 0.006 -0.002 0.001
Si 13.584 -2.726 9.555 0.002 0.006 0.006
Si 16.286 -0.026 9.568 -0.006 0.001 0.009
Si 19.001 2.689 9.559 0.005 0.005 -0.005
Si 16.292 5.416 9.557 -0.007 0.01 0.001
Si 19.008 -8.189 9.569 -0.009 0.007 0
Si 16.294 -5.465 9.554 0.012 -0.009 0.008
Si 19.002 -2.751 9.566 -0.002 -0.014 -0.001
Si 21.723 -0.033 9.572 0.011 -0.011 -0.007
Si 24.444 2.706 9.613 -0.007 0.005 -0.001
Si 21.717 5.413 9.592 -0.003 0.001 0.005
Si 24.437 -8.182 9.613 0.003 -0.003 0.002
Si 21.719 -5.475 9.597 0.002 -0.005 -0.001
Si 24.445 -2.75 9.598 0.002 0.01 -0.018
Si 27.178 -0.012 9.639 -0.007 0.001 0.001
Si 29.92 2.728 9.628 -0.005 0.005 -0.006
Si 27.172 5.438 9.632 0.008 -0.005 0.005
Si 29.895 -8.149 9.629 0.005 0.018 -0.001
Si 27.172 -5.444 9.616 0.01 -0.006 -0.008
Si 29.914 -2.703 9.629 0.002 -0.015 -0.006
Si 32.66 0.027 9.615 0.009 -0.007 0.005
Si -29.896 2.741 9.586 0.002 0.001 -0.005
Si 32.651 5.457 9.626 -0.009 0.013 0
Si -29.888 -8.125 9.588 -0.01 -0.017 0
Si 32.645 -5.413 9.624 0.007 0.004 0.003
Si -29.893 -2.674 9.583 -0.01 0.006 -0.003
Si -27.163 0.036 9.556 0.001 -0.005 0
Si -24.444 2.76 9.512 -0.016 0.012 0.008
Si -27.168 5.468 9.544 -0.002 -0.008 0.001
Si -24.443 -8.11 9.502 0.013 -0.01 -0.003
Si -27.16 -5.385 9.546 -0.001 0.006 0
Si -24.444 -2.668 9.493 -0.003 -0.002 -0.002
Si -21.74 0.044 9.464 0.001 0.02 0.005
Si -19.033 2.751 9.424 0.002 0.008 -0.004
Si -21.738 5.481 9.48 0.001 0.009 0.006
Si -19.034 -8.112 9.428 0 0.004 -0.005
Si -21.734 -5.386 9.46 -0.002 0.001 0.002
Si -19.025 -2.682 9.423 -0.004 0 0.002
Si -16.334 0.019 9.403 0.005 0 0.008
Si -13.624 2.734 9.384 0.003 -0.007 0.005
Si -16.331 5.47 9.402 0.007 -0.008 -0.001
Si -13.611 -8.13 9.386 0.01 -0.006 0
Si -16.314 -5.395 9.412 -0.015 -0.006 0.006
Si -13.614 -2.7 9.392 -0.011 -0.001 0.007
Si -10.899 0 9.371 0.001 -0.006 -0.002
Si -8.173 2.722 9.384 -0.002 0.005 0
Si -10.882 5.468 9.384 -0.004 -0.005 -0.002
Si -8.157 -8.15 9.4 0.01 0.005 0.002
Si -10.885 -5.427 9.392 0.005 -0.004 0.01
Si -8.158 -2.728 9.381 -0.005 0.009 0.008
Si -5.431 -0.011 9.407 -0.008 0.005 0.012
Si -2.702 2.7 9.433 -0.005 0.007 0.006
Si -5.43 5.429 9.412 -0.004 -0.006 0.009
Si -2.697 -8.178 9.422 0.005 0.014 -0.001
Si -5.42 -5.456 9.413 -0.004 -0.001 0.008
Si -2.688 -2.758 9.43 -0.006 -0.015 0.001
Si 1.397 -1.384 10.845 0.004 -0.009 0.004
Si 4.101 1.341 10.873 -0.005 0.017 0
Si 1.375 4.062 10.824 0.011 0.005 -0.001
Si 4.087 -9.53 10.859 0.001 -0.008 -0.008
Si 1.371 -6.816 10.834 -0.012 0.011 0.009
Si 4.094 -4.097 10.88 -0.003 0.001 0.011
Si 6.802 -1.375 10.893 0 0 0.002
Si 9.494 1.339 10.906 0.001 0.006 -0.002
Si 6.796 4.065 10.9 -0.001 0.008 0
Si 9.505 -9.528 10.923 0.002 0.002 0.007
Si 6.8 -6.803 10.902 -0.012 0.001 0.003
Si 9.507 -4.09 10.909 -0.006 -0.005 -0.002
Si 12.21 -1.379 10.916 0.006 -0.011 -0.007
Si 14.912 1.33 10.925 -0.004 -0.001 -0.003
Si 12.211 4.061 10.918 0.006 0 0.006
Si 14.92 -9.541 10.904 -0.003 -0.001 -0.003
Si 12.212 -6.815 10.912 0.006 0.008 -0.004
Si 14.925 -4.106 10.912 -0.003 0.007 -0.01
Si 17.638 -1.397 10.929 -0.003 0.007 0
Si 20.362 1.33 10.927 -0.008 -0.005 -0.004
Si 17.642 4.05 10.923 -0.006 0 -0.003
Si 20.358 -9.547 10.944 0.001 0 -0.001
Si 17.641 -6.831 10.917 -0.001 -0.015 -0.002
Si 20.352 -4.111 10.936 -0.003 0.013 0.003
Si 23.085 -1.386 10.94 0.012 -0.011 0
Si 25.812 1.353 10.971 0.019 -0.007 0.003
Si 23.08 4.061 10.964 0.009 -0.003 -0.004
Si 25.801 -9.532 10.984 -0.006 0.009 0.003
Si 23.076 -6.829 10.968 -0.005 0.002 0.003
Si 25.807 -4.092 10.974 -0.014 0.008 0.004
Si 28.543 -1.361 10.994 0.001 0.001 0.007
Si 31.295 1.383 10.979 0.005 -0.004 0
Si 28.55 4.083 10.976 0.01 0.004 0.003
Si 31.284 -9.502 10.97 0.001 -0.018 0.006
Si 28.532 -6.796 10.987 -0.001 -0.01 0.009
Si 31.273 -4.061 10.978 -0.01 0.005 0
Si 34.029 -1.325 10.958 0 -0.002 0.003
Si -28.518 1.392 10.931 -0.009 0.005 0.006
Si -31.248 4.101 10.963 -0.005 0.01 0.004
Si -28.519 -9.498 10.921 -0.004 0.013 -0.007
Si -31.249 -6.773 10.951 -0.001 -0.001 0
Si -28.514 -4.034 10.92 0.004 -0.013 0
Si -25.788 -1.322 10.894 -0.007 -0.002 0.009
Si -23.078 1.4 10.861 -0.002 -0.013 0.004
Si -25.792 4.116 10.889 0.012 0.003 -0.001
Si -23.082 -9.473 10.855 -0.007 -0.004 0.005
Si -25.791 -6.755 10.885 -0.001 -0.004 -0.001
Si -23.083 -4.032 10.847 0.012 -0.003 0.003
Si -20.372 -1.32 10.806 0.001 0.004 -0.007
Si -17.671 1.39 10.78 -0.011 -0.005 -0.004
Si -20.369 4.113 10.818 0.007 -0.015 -0.006
Si -17.675 -9.481 10.778 -0.008 0.005 -0.008
Si -20.377 -6.752 10.813 -0.002 -0.007 -0.003
Si -17.665 -4.037 10.788 0.008 -0.005 0.006
Si -14.964 -1.335 10.757 0.011 0.011 -0.001
Si -12.251 1.371 10.727 0.005 0.007 -0.001
Si -14.968 4.104 10.753 -0.003 0.011 0
Si -12.243 -9.489 10.739 0.006 0.003 -0.006
Si -14.953 -6.763 10.762 0.012 0.005 0.002
Si -12.247 -4.061 10.745 0.009 0 0.004
Si -9.526 -1.354 10.719 -0.007 -0.001 -0.013
Si -6.808 1.363 10.735 -0.015 0.009 -0.003
Si -9.526 4.096 10.731 0.008 -0.002 0.004
Si -6.798 -9.52 10.745 0.003 -0.015 0.003
Si -9.517 -6.778 10.748 -0.008 -0.006 0.001
Si -6.795 -4.084 10.743 0.015 0.004 -0.003
Si -4.068 -1.382 10.753 0.002 0.016 -0.01
Si -1.34 1.339 10.794 -0.001 -0.01 -0.002
Si -4.074 4.069 10.767 -0.001 0.007 0.001
Si -1.344 6.795 10.796 -0.006 -0.003 0
Si -4.06 -6.818 10.765 -0.008 -0.015 -0.001
Si -1.331 -4.112 10.796 0.008 -0.001 0.001
Si 2.753 -0.035 12.222 -0.002 0.01 0.003
Si 5.44 2.7 12.255 0 -0.014 -0.002
Si 2.728 5.416 12.198 -0.002 0.006 -0.006
Si 5.438 -8.182 12.241 -0.013 -0.014 -0.006
Si 2.731 -5.476 12.212 -0.012 -0.002 -0.008
Si 5.455 -2.748 12.25 0 0 -0.014
Si 8.138 -0.018 12.275 -0.005 -0.011 -0.009
Si 10.84 2.699 12.268 -0.001 0.002 -0.005
Si 8.136 5.427 12.274 -0.008 -0.006 -0.001
Si 10.842 -8.155 12.294 0.007 -0.014 0.004
Si 8.149 -5.444 12.283 0.019 0.014 0.002
Si 10.85 -2.73 12.285 0.024 0.02 -0.006
Si 13.55 -0.029 12.296 -0.018 -0.002 0.013
Si 16.265 2.698 12.279 0.002 -0.005 0.002
Si 13.551 5.438 12.274 0.016 0.009 -0.003
Si 16.273 -8.187 12.267 -0.004 0.001 -0.012
Si 13.554 -5.452 12.279 0.007 0.001 0.001
Si 16.274 -2.762 12.289 -0.013 -0.012 0.008
Si 19 -0.032 12.281 0.012 0 0.003
Si 21.727 2.678 12.304 0.01 0.018 -0.002
Si 19 5.403 12.294 0.003 0.009 0.006
Si 21.715 -8.197 12.319 0.011 0.002 0.005
Si 18.991 -5.479 12.287 -0.008 -0.006 -0.004
Si 21.722 -2.754 12.284 -0.005 0.002 -0.014
Si 24.451 -0.032 12.302 -0.011 0.007 -0.019
Si 27.176 2.719 12.319 -0.01 -0.006 -0.016
Si 24.44 5.415 12.334 0.004 -0.008 0.005
Si 27.173 -8.173 12.338 0.003 0.007 -0.002
Si 24.445 -5.469 12.32 0.003 -0.009 -0.009
Si 27.168 -2.728 12.34 0.012 -0.009 -0.001
Si 29.906 0.029 12.321 0.005 -0.008 -0.01
Si 32.669 2.747 12.329 -0.008 0.002 -0.001
Si 29.929 5.444 12.317 -0.001 0.014 -0.012
Si 32.668 -8.137 12.308 0.009 0.007 -0.004
Si 29.904 -5.424 12.333 0.012 0.006 -0.004
Si 32.644 -2.681 12.299 0 -0.012 -0.003
Si 35.401 0.039 12.301 -0.012 -0.011 -0.002
Si -27.143 2.764 12.269 -0.005 0.004 -0.008
Si -29.87 5.469 12.303 -0.002 -0.008 0.003
Si -27.139 -8.13 12.248 -0.02 -0.023 -0.005
Si -29.864 -5.408 12.276 -0.003 0.016 0.005
Si -27.145 -2.675 12.271 0.01 0 -0.004
Si -24.429 0.05 12.245 0.002 0.005 -0.001
Si -21.709 2.764 12.211 0.014 0.037 0.003
Si -24.422 5.481 12.23 -0.011 0.009 -0.003
Si -21.722 -8.101 12.202 0.005 -0.004 -0.008
Si -24.427 -5.389 12.237 -0.008 0.003 0.004
Si -21.727 -2.658 12.195 0.008 0.001 -0.004
Si -19.014 0.041 12.164 -0.008 -0.005 0.004
Si -16.31 2.753 12.136 0.007 -0.002 0.007
Si -19.015 5.488 12.169 0.005 0.009 -0.004
Si -16.311 -8.119 12.129 -0.008 -0.013 -0.001
Si -19.019 -5.385 12.166 -0.007 -0.014 0
Si -16.302 -2.68 12.148 -0.005 0.009 0.005
Si -13.596 0.022 12.104 -0.013 -0.007 -0.004
Si -10.89 2.735 12.073 -0.006 0.001 -0.002
Si -13.598 5.469 12.095 0.013 -0.006 -0.005
Si -10.886 -8.127 12.098 0.004 0.002 -0.003
Si -13.597 -5.406 12.127 0.003 -0.012 0.012
Si -10.874 -2.702 12.088 0.001 0.009 0.001
Si -8.175 0.008 12.078 -0.002 -0.011 0.005
Si -5.458 2.72 12.099 0.003 -0.01 0.01
Si -8.166 5.449 12.09 0 0.008 0.005
Si -5.434 -8.169 12.1 0.004 0.007 -0.003
Si -8.158 -5.423 12.112 0.003 0.001 0.014
Si -5.435 -2.734 12.102 -0.012 -0.002 0.004
Si -2.715 -0.029 12.116 -0.01 -0.012 0.003
Si 0.015 2.694 12.166 -0.001 0.007 0.011
Si -2.722 5.435 12.122 0.012 -0.004 -0.006
Si 0.005 8.144 12.177 0.014 -0.003 -0.003
Si -2.695 -5.478 12.133 -0.008 0.012 -0.003
Si 0.031 -2.765 12.162 0.005 0.002 -0.003
Si 1.38 1.339 13.54 0.021 -0.017 0.012
Si 4.077 4.074 13.591 -0.018 0.013 -0.002
Si 1.369 6.788 13.531 -0.004 -0.023 -0.009
Si 4.075 -6.832 13.596 0 0.005 -0.002
Si 1.365 -4.124 13.553 -0.013 0.013 0.003
Si 4.101 -1.4 13.607 0.014 -0.013 0.008
Si 6.772 1.33 13.637 0 0.017 -0.001
Si 9.476 4.049 13.632 0.028 -0.016 -0.013
Si 6.777 -9.53 13.636 -0.006 0.002 0.003
Si 9.48 -6.8 13.678 -0.015 0.014 0.01
Si 6.797 -4.085 13.654 -0.02 0.009 0.004
Si 9.484 -1.374 13.65 0.001 -0.007 -0.009
Si 12.163 1.327 13.644 0 0.017 -0.007
Si 14.894 4.068 13.629 -0.019 0.012 0.001
Si 12.189 -9.527 13.648 0.001 -0.007 0.008
Si 14.913 -6.825 13.621 0.001 -0.015 -0.012
Si 12.184 -4.104 13.654 0.005 -0.008 -0.005
Si 14.897 -1.417 13.65 0.019 -0.003 0
Si 17.625 1.325 13.627 -0.021 0.009 -0.006
Si 20.366 4.041 13.654 0.01 -0.024 0.003
Si 17.622 -9.549 13.628 -0.01 0.005 -0.004
Si 20.343 -6.833 13.659 -0.008 -0.003 -0.006
Si 17.624 -4.138 13.648 0.013 0.007 0.001
Si 20.37 -1.394 13.634 -0.003 -0.012 -0.004
Si 23.096 1.313 13.661 0.025 -0.034 0.004
Si 25.807 4.05 13.686 0.021 0.005 -0.002
Si 23.072 -9.554 13.691 -0.016 0.009 0.001
Si 25.806 -6.818 13.694 -0.021 0.003 0.009
Si 23.066 -4.115 13.656 0.007 0.011 -0.007
Si 25.8 -1.365 13.693 -0.013 0.006 0.007
Si 28.539 1.381 13.685 0.005 0.009 -0.002
Si 31.302 4.108 13.684 -0.004 0.01 0.006
Si 28.553 -9.545 13.672 0.021 -0.021 -0.003
Si 31.292 -6.786 13.659 -0.008 0 0.002
Si 28.53 -4.081 13.703 0.006 -0.006 0.014
Si 31.275 -1.322 13.66 -0.003 0 -0.006
Si 34.047 1.394 13.676 0.014 -0.007 0.008
Si -28.487 4.117 13.652 -0.003 0.012 0.005
Si 34.055 -9.481 13.662 -0.026 0.004 0.004
Si -28.484 -6.773 13.619 0.021 -0.012 -0.008
Si 34.034 -4.048 13.605 0.001 -0.009 -0.016
Si 36.783 -1.312 13.641 -0.009 0.004 0.008
Si -25.77 1.416 13.624 -0.022 0.01 0
Si -23.048 4.136 13.588 -0.003 -0.012 -0.01
Si -25.775 -9.491 13.603 0.019 0 -0.012
Si -23.063 -6.749 13.596 0.018 -0.017 0
Si -25.775 -4.032 13.622 -0.007 -0.012 0.002
Si -23.067 -1.31 13.599 0.005 -0.003 0.005
Si -20.349 1.392 13.559 0.018 -0.021 -0.004
Si -17.646 4.125 13.513 -0.018 0.008 -0.002
Si -20.365 -9.469 13.55 0.001 0.003 0
Si -17.649 -6.748 13.507 -0.005 0.006 -0.002
Si -20.363 -4.014 13.544 -0.005 0.013 -0.01
Si -17.648 -1.312 13.519 -0.005 0.008 0.004
Si -14.936 1.386 13.477 0.016 -0.004 -0.004
Si -12.241 4.093 13.436 0 0.011 -0.005
Si -14.939 -9.485 13.468 0.014 -0.008 -0.009
Si -12.226 -6.764 13.475 0.015 -0.004 0.006
Si -14.933 -4.033 13.505 0.002 -0.008 0.007
Si -12.222 -1.337 13.446 0.025 -0.009 -0.015
Si -9.527 1.385 13.428 -0.005 0.004 -0.005
Si -6.807 4.101 13.453 -0.016 0.002 0.003
Si -9.523 -9.498 13.432 0 0.001 -0.003
Si -6.788 -6.801 13.441 0.024 -0.027 -0.006
Si -9.519 -4.045 13.462 -0.022 0.014 0.001
Si -6.821 -1.364 13.422 -0.005 0.025 -0.01
Si -4.105 1.337 13.431 0.011 0.012 -0.002
Si -1.368 4.077 13.475 -0.027 0.022 0.001
Si -4.085 6.798 13.469 -0.008 -0.005 -0.005
Si -1.362 9.49 13.534 0.003 0.013 0.016
Si -4.062 -4.102 13.445 0.009 -0.01 -0.015
Si -1.348 -1.393 13.466 0.01 -0.007 -0.015
Si -0.004 -0.046 14.834 -0.014 -0.021 0.006
Si 2.729 2.692 14.929 -0.007 0.011 0.008
Si -0.019 5.436 14.842 0.015 0.007 -0.001
Si 2.716 8.111 14.939 -0.003 -0.01 0.004
Si 0.007 -5.489 14.905 0.015 0.01 0.002
Si 2.734 -2.79 14.922 -0.005 -0.008 0
Si 5.445 -0.057 15.009 -0.01 -0.021 0.01
Si 8.122 2.687 15.002 0 0.011 0.002
Si 5.411 5.428 14.992 -0.004 -0.004 0.004
Si 8.101 -8.164 15.032 0.007 -0.017 -0.005
Si 5.431 -5.484 14.971 -0.001 0.009 -0.009
Si 8.142 -2.715 15.043 0.007 0.015 0.001
Si 10.797 -0.007 15.041 0.015 -0.003 0.009
Si 13.503 2.718 14.968 0.004 -0.006 0.004
Si 10.806 5.428 14.989 -0.01 0.003 0
Si 13.545 -8.147 14.994 0.011 0.016 0
Si 10.815 -5.417 15.058 0.01 -0.001 0.005
Si 13.536 -2.771 15.037 -0.012 0.02 0.016
Si 16.271 -0.053 14.976 -0.006 0.002 0.02
Si 18.993 2.672 14.986 0.003 0.005 0.01
Si 16.256 5.424 14.985 -0.005 0 0.011
Si 18.964 -8.193 15 0.005 0 -0.003
Si 16.259 -5.501 15.015 -0.008 0.009 0.01
Si 19.018 -2.781 14.963 -0.001 0.003 -0.017
Si 21.74 -0.059 15.01 0.004 0.011 -0.004
Si 24.455 2.661 15.035 -0.017 -0.001 -0.009
Si 21.713 5.39 15.045 0.012 -0.001 0.02
Si 24.447 -8.197 15.043 0.018 -0.002 0.015
Si 21.712 -5.483 15.018 -0.008 -0.008 0.002
Si 24.418 -2.756 15.014 -0.002 0 -0.008
Si 27.155 0.034 15.04 0.013 -0.001 -0.006
Si 29.906 2.759 15.029 -0.002 -0.003 -0.001
Si 27.199 5.394 15.027 -0.017 0.007 -0.01
Si 29.926 -8.169 14.997 0.006 0.013 -0.002
Si 27.164 -5.459 15.063 0.007 0.006 0.016
Si 29.894 -2.667 15.015 0.011 0 0
Si 32.635 0.05 15.007 -0.013 -0.004 0.005
Si 35.452 2.744 15.018 -0.027 0 0
Si 32.689 5.48 15.019 0.014 0.006 0.008
Si 35.456 -8.125 15.001 -0.006 -0.014 0.009
Si 32.69 -5.407 14.965 -0.008 0.012 0.007
Si 35.386 -2.685 14.95 -0.001 -0.006 0.004
Si 38.155 0.059 14.994 0.011 -0.013 0.005
Si -24.389 2.782 14.966 0.021 0.032 -0.015
Si -27.099 5.474 15.002 -0.019 -0.008 0.003
Si -24.412 -8.137 14.953 -0.029 -0.015 0.001
Si -27.112 -5.424 14.976 -0.005 0.016 0.002
Si -24.424 -2.655 14.985 -0.003 -0.005 -0.004
Si -21.703 0.053 14.955 0.003 0.009 0.01
Si -18.983 2.766 14.894 0.004 0.011 0.008
Si -21.707 5.513 14.957 0.006 0.009 0.007
Si -18.999 -8.098 14.883 -0.015 -0.015 0.011
Si -21.716 -5.344 14.933 0.003 -0.019 0.004
Si -19.004 -2.651 14.9 -0.007 0.005 0.009
Si -16.269 0.039 14.865 -0.002 -0.003 0.001
Si -13.565 2.737 14.827 0.005 0.006 -0.011
Si -16.254 5.469 14.857 0.004 0.03 0.01
Si -13.588 -8.124 14.827 -0.002 0.006 -0.001
Si -16.301 -5.38 14.868 0.006 -0.012 -0.003
Si -13.537 -2.68 14.847 0.004 0.017 -0.001
Si -10.875 0.034 14.793 -0.014 -0.01 0.006
Si -8.177 2.743 14.787 0.002 -0.007 0.005
Si -10.885 5.46 14.77 0.007 -0.001 -0.008
Si -8.157 -8.148 14.786 -0.015 -0.011 0.009
Si -10.874 -5.388 14.83 0.005 -0.005 0.001
Si -8.163 -2.681 14.823 0.025 0.006 0.018
Si -5.465 -0.026 14.775 -0.016 -0.022 0.017
Si -2.77 2.716 14.771 -0.005 -0.02 0.001
Si -5.462 5.469 14.819 0.024 0.011 0.019
Si -2.748 8.129 14.868 -0.016 -0.03 0.013
Si -5.414 -5.458 14.791 -0.011 0.015 0
Si -2.688 -2.773 14.804 -0.005 0.012 0.011
O 4.249 -1.238 -6.047 -0.461 -0.147 0.089
O 2.238 -0.318 22.011 0.086 -0.009 0.174
O 3.763 1.552 22.977 0.024 0.066 0.49
O 6.103 6.885 25.075 0.114 0.467 -0.004
O 2.572 5.218 22.14 -0.195 -0.036 0.622
O 0.901 3.186 22.655 0.098 0.14 -0.164
O 4.466 6.894 22.997 -0.363 0.441 0.515
O 2.336 -6.364 22.844 0.641 -0.316 -0.14
O 9.729 -2.408 -5.767 0.335 0.694 -0.141
O 0.159 -7.67 23.113 0.075 -0.131 -0.006
O 3.36 -4.096 23.295 -0.055 0.368 0.445
O 5.257 -2.715 22.28 0.146 0.167 0.245
O 6.576 -0.639 23.126 0.456 0.349 0.022
O 10.195 0.418 25.859 -0.36 0.065 0.6
O 6.875 5.816 22.771 0.585 0.276 -0.048
O 4.588 -5.302 -3.374 0.018 0.118 0.788
O 9.588 6.647 23.547 -0.291 -0.523 0.468
O 6.726 7.26 -5.683 0.501 0.231 0.048
O 10.165 6.904 -7.173 -0.338 0.224 0.498
O 6.547 -7.783 23.076 -0.265 0.146 0.583
O 8.099 -5.572 22.395 -0.226 -0.082 0.179
O 9.996 -3.675 23.03 0.208 -0.128 -0.052
O 11.185 -2.47 25.117 -0.046 -0.034 0.852
O 12.578 -1.753 23.076 -0.001 -0.658 0.11
O 13.946 0.318 22.182 0.343 -0.072 0.312
O 22.083 -0.06 25.08 -0.482 -0.022 -0.357
O 11.196 3.052 22.366 0.01 -0.137 0.365
O 15.026 -6.073 24.514 -0.271 0.094 0.024
O 12.852 -6.479 23.031 0.147 -0.373 0.04
O 17.444 -5.877 25.504 -0.22 -0.138 0.117
O 12.721 -4.929 25.118 -0.485 0.511 0.079
O 16.213 -2.719 22.236 0.086 0.011 0.53
O 17.912 -0.984 23.123 0.322 -0.057 0.146
O 15.627 5.417 25.239 -0.623 0.067 -0.245
O 19.456 1.101 23.034 0.337 0.267 0.078
O 21.402 2.616 22.106 -0.003 -0.039 0.068
O 18.546 2.702 25.719 -0.093 0.136 -0.329
O 17.966 4.07 22.985 -0.169 -0.176 0.455
O 15.312 6.8 23.11 -0.05 0.69 0.063
O 19.822 6.039 22.659 0.327 -0.297 -0.029
O 17.085 -7.092 23.17 0.038 -0.36 0.126
O 18.951 -5.538 22.29 -0.01 -0.038 0.096
O 20.831 -4.21 23.435 0.235 -0.036 0.188
O 24.368 -0.033 22.299 0.233 -0.161 0.054
O 30.703 2.33 -6.129 0.431 -0.026 0.089
O 25.393 2.146 23.317 0.245 -0.067 0.217
O 25.066 4.289 24.969 -0.153 -0.312 0.32
O 23.291 3.806 23.243 -0.193 0.56 0.331
O 25.025 6.971 25.574 -0.215 -0.132 0.466
O 25.203 6.124 23.086 -0.581 -0.522 0.174
O 21.647 7.997 22.228 0.107 0.119 0.536
O 23.736 -6.909 23.019 -0.147 0.121 0.434
O 27.04 -2.973 22.033 -0.107 0.189 0.291
O 24.089 -1.653 25.585 0.269 0.404 0.132
O -32.393 -2.799 25.015 0.245 -0.437 -0.028
O 30.136 0.786 22.639 -0.379 -0.766 -0.044
O 32.4 1.854 22.985 0.243 -0.329 0.392
O 28.252 2.563 23.064 -0.276 -0.17 0.283
O 29.429 4.859 23.26 -0.048 0.09 0.471
O 31.101 5.822 25.265 -0.035 0.251 0.036
O 30.999 6.846 22.95 -0.285 0.194 0.104
O 28.458 -6.789 23.102 -0.46 -0.007 0.237
O 29.944 -5.217 21.859 -0.173 0.053 0.439
O -32.128 -1.322 22.941 0.299 0.039 0.021
O -32.144 -5.169 24.207 -0.16 0.59 -0.048
O -30.006 0.04 22.127 0.017 0.093 0.295
O 28.468 -3.74 -6.146 -0.483 -0.251 0.063
O -31.736 3.285 25.094 -0.019 -0.509 0.333
O -27.803 1.156 22.966 0.232 -0.451 0.159
O -30.944 3.481 22.733 0.788 -0.314 0.146
O -29.063 3.959 -6.498 0.301 0.304 0.565
O -27.064 2.03 -6.422 0.016 -0.274 0.663
O 31.984 4.409 23.268 0.024 -0.112 -0.139
O -30.466 -6.587 22.862 0.333 -0.308 -0.079
O -30.033 -5.977 25.422 0.614 0.171 0.307
O -26.058 -0.938 -1.493 -0.505 0.28 -0.086
O -25.513 -1.414 23.094 -0.017 0.084 0.601
O -23.327 -0.148 22.732 0.391 -0.144 0.057
O -21.942 1.942 23.364 -0.137 -0.311 0.519
O -26.831 3.535 23.01 -0.604 0.37 0.094
O -20.286 3.201 25.252 -0.064 -0.582 0.212
O -23.985 6.425 25.126 -0.512 0.365 0.1
O -22.579 6.376 23.027 0.127 -0.001 -0.013
O -26.321 -6.805 23.102 -0.342 -0.038 0.097
O -24.443 -5.162 22.221 -0.071 -0.05 0.338
O -23.831 -1.236 25.047 0.652 -0.078 0.333
O -25.35 0.064 -7.227 -0.47 -0.232 -0.19
O -20.387 -2.106 22.774 -0.589 -0.101 0.171
O -18.903 0.028 22.147 -0.079 0.093 0.593
O -17.169 1.762 23.066 0.213 -0.3 0.506
O -14.986 3.775 -5.734 0.069 0.392 0.083
O -20.638 4.096 22.875 0.036 0.2 0.149
O -18.838 5.595 21.949 -0.029 -0.25 0.5
O -17.367 7.577 22.776 0.635 -0.081 0.197
O -21.396 -7.944 22.123 -0.113 0.042 0.212
O -19.122 -6.752 22.911 -0.186 0.145 0.383
O -16.234 -2.724 22.109 0.197 -0.096 0.221
O -14.587 -1.213 23.326 -0.37 -0.157 0.478
O -10.705 -5.425 -3.529 -0.121 0.229 -0.478
O -13.87 3.878 25.777 0.057 0.252 -0.202
O -9 -7.37 -4.069 0.372 -0.545 0.058
O -19.184 5.514 26.066 -0.654 0.08 0.149
O -15.54 3.821 23.049 0.189 0.217 0.183
O -13.601 5.421 22.059 0.084 -0.119 0.605
O -13.796 -6.827 22.928 -0.125 -0.64 0.367
O -18.387 -3.896 22.938 -0.172 -0.234 0.235
O -13.552 -5.321 20.931 -0.179 0.177 -0.406
O -12.18 -4.677 22.983 0.326 0.32 0.736
O -19.05 -2.301 24.998 0.33 0.649 -0.034
O -12.772 0.48 22.848 -0.68 0.08 -0.198
O -9.863 -2.039 22.434 -0.46 -0.674 0.136
O -8.108 -0.033 21.995 -0.189 -0.183 0.346
O -6.091 1.38 22.862 0.237 -0.227 0.141
O -7.091 3.56 -6.345 -0.196 -0.43 0.596
O -10.703 2.026 22.863 0.283 0.448 -0.238
O -7.845 5.825 22.087 -0.09 0.15 0.336
O -11.027 -6.963 22.626 -0.153 -0.252 0.237
O -8.657 -5.795 22.467 0.21 0.418 -0.13
O -12.056 -1.919 23.818 -0.269 -0.554 0.105
O -8.557 -5.319 25.012 -0.252 -0.145 0.036
O -5.1 -2.387 22.124 0.152 -0.043 0.311
O -1.271 1.767 23.086 -0.298 -0.162 0.609
O 0.844 1.49 24.634 0.263 -0.343 -0.183
O -4.705 3.603 22.862 -0.124 0.099 0.25
O -2.945 5.162 21.766 0.058 -0.053 0.362
O -1.57 6.76 22.934 0.044 -0.483 0.124
O -1.958 -7.821 24.778 0.098 0.507 0.443
O -3.651 -6.814 22.973 0.326 0.455 0.08
O -1.669 -4.043 22.799 -0.369 -0.288 0.311
O 0.145 -2.478 21.789 -0.111 -0.111 0.459
O -5.471 5.068 -3.236 -0.064 -0.711 -0.137
O 1.898 4.954 25.566 0.152 0.369 -0.107
O 4.969 -7.807 -4.163 0.106 -0.229 -0.133
O 14.139 6.23 -3.834 -0.394 -0.199 0.458
O 0.745 -4.526 23.724 0.019 0.124 0.056
O 2.442 -5.514 25.412 0.601 -0.432 0.212
O 9.39 2.82 -3.621 -0.291 0.276 0.081
O 28.44 -4.747 24.79 -0.24 0.262 -0.314
O 13.065 -0.382 -3.415 -0.064 -0.713 -0.045
O 14.156 -4.213 22.955 -0.425 0.127 0.133
O 19.303 -1.093 -6.096 0.179 -0.269 -0.319
O 11.545 -5.43 -3.44 -0.052 -0.38 -0.265
O -13.271 6.058 -3.622 -0.263 -0.13 -0.143
O 8.696 -1.983 -3.284 0.245 0.413 0.336
O -18.864 4.431 -2.985 0.093 -0.584 0.086
O 15.495 5.424 -5.864 -0.11 -0.074 0.465
O 11.554 7.578 25.244 0.254 0.049 -0.431
O -20.894 2.634 -2.937 0.477 -0.313 -0.262
O 28.286 -0.802 -1.178 0.508 0.254 -0.405
O 22.69 7.155 -5.348 0.343 -0.334 -0.526
O -29.107 7.41 -3.891 0.06 -0.61 -0.413
O -10.535 1.724 -2.582 0.239 -0.014 -0.473
O 18.162 1.302 -6.393 -0.343 -0.199 0.457
O 20.221 -5.603 -3.093 0.144 -0.135 0.55
O 20.732 4.694 -6.14 0.366 0.076 0.666
O 21.403 -1.28 -2.708 -0.645 -0.342 0.267
O 23.226 1.402 -5.947 0.553 0.145 0.346
O 23.352 -2.819 -3.918 0.226 -0.108 0.49
O 18.143 -7.016 -3.927 -0.126 -0.274 0.048
O 20.315 7.262 -6.497 -0.515 0.096 -0.444
O 17.805 6.345 24.188 0.345 0.532 0.546
O 20.774 -7.658 -4.4 0.168 -0.025 0.699
O 22.177 -5.374 25.473 0.204 -0.032 -0.292
O 18.461 -3.558 -5.979 -0.195 -0.053 0.421
O 25.095 -3.025 -6.008 -0.228 0.101 -0.321
O 24.016 -8.046 -3.341 -0.16 0.782 -0.234
O 26.078 3.757 -4.704 -0.468 -0.447 -0.446
O 32.249 4.275 -6.586 0.51 -0.577 0.305
O 23.674 2.069 25.313 0.392 0.06 0.58
O 27.218 5.751 24.8 0.416 -0.057 -0.527
O 24.089 -6.676 -1.211 -0.205 0.187 -0.251
O 16.816 3.499 -7.155 -0.414 -0.293 0.046
O 26.186 -3.222 25.468 -0.201 -0.094 -0.523
O 27.384 -7.289 -6.319 -0.276 0.247 0.483
O 25.726 -6.873 24.781 0.063 0.225 0.106
O -11.143 -1.433 -5.202 0.094 -0.538 -0.384
O 26.037 0.486 -1.255 0.059 -0.126 -0.424
O 32.262 -2.178 -6.111 -0.694 0.474 -0.124
O -19.068 -2.113 -3.5 0.33 -0.467 -0.169
O 30.903 -1.282 24.522 0.05 0.465 0.087
O -19.14 7.797 24.825 -0.561 -0.035 -0.077
O -23.343 -0.794 -5.803 0.231 -0.118 -0.106
O -30.177 -8.116 -0.347 -0.054 -0.092 -0.596
O 30.252 2.449 24.774 0.036 0.191 -0.085
O -17.995 -4.775 -1.827 -0.216 -0.171 -0.392
O -24.145 -1.073 -3.317 0.179 0.182 0.103
O 28.892 -1.777 -4.447 0.337 0.296 0.256
O -30.879 1.538 -5.088 -0.324 0.143 -0.481
O 2.589 -6.942 -3.351 0.335 -0.127 0.304
O -31.266 -0.302 -6.81 -0.447 0.359 -0.142
O 20.166 5.985 -1.553 0.096 0.197 -0.337
O -29.838 5.246 24.925 0.219 -0.221 -0.24
O -23.69 -3.892 -3.711 0.301 0.263 -0.289
O -31.204 -2.061 -3.694 -0.324 0.272 -0.165
O 5.507 3.576 23.028 0.062 -0.255 -0.11
O -7.155 -2.048 25.952 0.13 0.514 -0.028
O 9.859 3.951 25.992 0.114 -0.015 -0.659
O -26.388 -7.488 -5.23 -0.257 0.317 -0.068
O 11.466 4.238 -3.099 0.177 0.542 0.328
O 19.636 -5.803 -5.726 0.103 -0.245 -0.463
O -28.923 -1.01 -2.909 0.333 -0.412 0.461
O -4.707 7.495 -3.95 -0.331 0.423 -0.55
O -27.456 -2.809 22.287 -0.058 0.197 0.19
O -26.185 1.903 25.02 0.623 0.117 0.152
O -4.69 7.937 24.681 0.144 -0.687 -0.001
O 28.728 0.305 24.722 -0.533 0.09 0.368
O -28.031 6.682 26.17 0.287 -0.157 0.207
O -21.164 5.001 -4.016 0.313 0.238 -0.193
O -18.204 -1.136 -5.796 0.008 0.542 -0.224
O -23.536 -4.802 -6.527 0.43 0.121 0.704
O -25.49 -2.949 26.076 -0.022 0.175 -0.326
O 14.877 1.649 -1.528 -0.036 0.073 -0.071
O -16.427 -1.733 -3.89 0.226 -0.786 -0.23
O -17.56 3.805 -6.268 -0.125 -0.336 0.088
O -16.786 2.641 -4.082 0.066 0.013 0.042
O -12.543 6.365 -6.225 -0.45 -0.051 -0.079
O 12.017 2.317 25.935 0.342 0.181 -0.356
O 1.631 -3.759 -2.363 0.001 -0.363 0.062
O 13.858 3.102 -3.389 -0.017 0.498 -0.605
O -3.919 -7.179 -1.764 -0.124 0.278 -0.354
O -23.623 6.704 -1.348 -0.003 -0.355 -0.139
O -18.681 -5.397 -7.166 -0.034 -0.814 0.058
O -12.414 -7.961 -4.734 0.547 0.121 0.287
O -17.756 3.827 24.597 0.251 0.169 -0.301
O -22.039 -5.8 25.847 0.166 -0.275 0.1
O -10.217 -0.153 24.271 0.353 -0.115 0.347
O -8.007 -5.778 -5.913 0.373 0.004 0.08
O -0.407 3.874 24.738 -0.528 0.119 0.289
O -11.534 1.843 25.365 -0.113 0.397 -0.02
O -14.128 -7.238 -6.862 -0.011 -0.279 -0.362
O -12.34 -5.648 -5.966 -0.276 0.554 0.339
O -11.96 5.388 24.877 -0.052 -0.243 -0.135
O -5.823 5.835 -5.717 0.078 0.155 -0.468
O 17.059 1.15 24.423 -0.427 0.162 -0.374
O -17.115 -3.387 -6.631 0.643 0.152 -0.032
O -8.721 -0.702 -6.377 0.043 0.163 -0.327
O -7.868 -2.627 -3.519 -0.429 -0.184 -0.578
O -5.698 1.602 -7.189 -0.241 -0.532 0.205
O -9.888 7.05 24.647 -0.059 0.615 0.161
O -32.405 -7.081 25.884 -0.258 -0.439 0.246
O -4.404 1.793 24.858 0.484 0.168 0.021
O 15.984 -2.947 -2.745 -0.278 0.401 -0.224
O -6.615 3.191 24.672 0.075 0.486 0.068
O -13.14 -0.218 25.417 -0.141 0.006 0.337
O -5.065 -2.581 -5.342 -0.062 0.513 0.273
O -17.518 -6.923 -3.486 0.441 -0.306 0.037
O -24.503 2.78 -0.343 0.036 -0.025 -0.354
O -5.724 -4.213 -3.386 0.212 -0.335 0.208
O -2.248 7.882 -3.438 -0.094 0.175 -0.45
O -6.556 -6.593 23.817 0.18 -0.143 0.014
O -3.753 3.1 -6.039 -0.238 -0.074 0.105
O -13.741 -1.297 -4.092 -0.319 -0.029 -0.307
O 3.48 -6.107 -5.645 0.301 -0.072 -0.503
O 28.103 -3.974 -3.456 0.187 -0.219 0.331
O -5.392 -6.552 -7.092 -0.244 -0.122 0.599
O 1.074 -5.084 -6.347 -0.307 -0.406 0.377
O -4.182 -5.077 -5.365 0.127 -0.512 0.156
O -10.62 4.63 -6.338 0.003 -0.482 0.051
O 25.254 7.356 -1.001 -0.529 -0.143 -0.38
O -1.396 -4.677 25.285 -0.569 -0.415 -0.084
O 30.721 -6.289 24.306 0.039 -0.13 -0.364
O 3.208 2.254 -3.964 -0.439 -0.516 -0.182
O 11.33 3.037 -5.366 0.22 -0.433 -0.027
O -11.657 6.89 22.813 0.072 0.651 0.272
O 5.718 6.078 -3.5 -0.118 -0.282 -0.515
O 0.983 -6.664 -1.297 -0.36 0.109 -0.046
O 7.31 -7.093 -1.181 -0.247 0.133 -0.415
O 22.121 -0.979 -5.187 0.251 -0.353 -0.486
O 23.135 -0.401 -1.091 0.351 0.086 -0.287
O -0.477 -2.339 24.446 -0.055 0.38 -0.458
O 2.158 -1.445 -1.384 -0.014 0.434 -0.412
O -19.191 2.851 -0.48 -0.245 -0.202 -0.105
O 9.184 1.076 -1.616 0.039 -0.172 -0.06
O -26.498 -7.721 25.596 0.036 0.006 -0.017
O 8.045 0.757 -4.126 0.231 -0.019 -0.331
O 10.543 0.282 -3.569 -0.02 -0.362 -0.527
O 10.395 -4.722 -7.101 0.591 0.123 -0.249
O -26.622 -0.696 -4.108 0.165 0.246 -0.299
O 8.974 -6.499 -5.807 -0.269 -0.633 0.134
O 9.126 -4.377 -4.212 0.173 -0.278 0.582
O 13.042 0.753 -5.791 -0.294 0.085 0.184
O -4.468 -2.206 26.014 0.237 -0.02 -0.684
O 7.761 0.081 25.264 -0.072 0.059 0.362
O -26.426 -5.184 25.27 -0.665 0.354 -0.37
O 29.043 -7.03 -2.955 -0.017 0.341 -0.142
O 13.805 -2.361 25.409 0.179 -0.16 0
O 20.666 1.11 -5.562 -0.256 0.254 0.123
O 29.775 4.698 -7.21 -0.082 0.045 -0.194
O 14.486 -1.396 -5.368 -0.332 -0.063 0.171
O 21.665 -2.753 25.415 0.06 0.283 0.542
O 15.032 6.453 -1.345 -0.12 -0.376 -0.077
O 26.214 4.994 -2.403 -0.334 0.13 0.354
O -2.996 -0.214 22.149 0.14 -0.216 0.672
O 6.257 -1.022 -3.917 -0.346 -0.362 0.084
O 14.991 -4.739 -1.158 0.104 -0.437 0.029
O 18.738 4.124 -2.953 0.276 -0.602 -0.556
O 19.16 -0.106 25.323 0.317 -0.016 0.084
O -5.845 -4.426 25.842 -0.228 -0.022 -0.46
O 16.474 2.953 -3.205 0.46 -0.232 -0.51
O 15.896 -8.166 -3.193 -0.215 0.098 -0.202
O 19.826 6.107 -4.175 0.052 0.648 0.101
O 16.618 5.63 -3.211 0.232 0.135 -0.546
O 13.504 -2.681 -0.454 0.268 -0.25 -0.496
O -9.955 3.742 -4.01 0.189 -0.254 -0.09
O 26.466 -4.249 -1.269 0.464 -0.414 -0.224
O -14.45 4.814 -1.53 -0.499 0.239 -0.467
O 17.757 -1.658 -4.147 0.281 0.477 -0.111
O 22.754 -1.827 23.26 -0.3 -0.244 0.184
O 3.721 3.147 24.982 -0.028 -0.018 -0.138
O -1.247 3.897 -5.471 0.368 -0.524 -0.412
O -20.799 -1.303 -1.668 -0.49 0.251 -0.155
O 27.491 5.391 -6.24 -0.488 0.175 -0.021
O 1.837 2.143 -6.193 -0.315 0.048 0.043
O 22.729 6.138 -2.861 -0.131 0.066 0.115
O 28.61 4.449 -1.339 0.256 -0.261 -0.287
O 0.424 5.108 -0.422 0.099 -0.1 -0.529
O 24.815 5.988 -4.404 0.344 0.152 -0.438
O 26.793 -1.012 -5.917 -0.018 0.42 -0.337
O -27.047 -7.77 -2.703 0.01 0.585 0.658
O -30.242 0.994 26.101 -0.299 -0.142 -0.618
O -28.654 2.717 24.791 -0.229 0.444 -0.364
O -7.92 -3.221 -6.316 0.224 -0.069 0.68
O 30.586 -3.792 -4.77 0.093 -0.339 0.501
O 31.524 -5.995 -3.182 0.115 0.109 -0.1
O 23.496 -5.001 -5.341 -0.042 -0.093 0.302
O 29.335 7.253 -6.54 0.638 -0.073 0.324
O -32.319 5.985 -3.192 0.543 -0.245 -0.081
O -15.75 2.252 25.219 -0.064 -0.331 0.359
O 26.155 -7.834 22.401 0.415 0.208 -0.198
O -18.038 -4.716 -4.615 -0.188 0.052 -0.038
O -1.7 1.391 -1.665 0.549 -0.246 -0.599
O -31.397 -4.781 -2.29 -0.1 0.543 -0.241
O -12.203 3.837 -2.624 -0.041 -0.293 0.117
O 31.159 7.839 -3.563 -0.074 -0.301 0.528
O -30.238 2.729 -2.883 -0.062 0.795 0.221
O -29.627 -6.53 -3.106 0.189 -0.23 0.321
O 30.936 1.818 -1.247 -0.245 0.142 -0.008
O -17.16 1.617 -1.614 0.159 0.11 0.018
O -31.561 -7.988 -4.164 0.049 0.061 -0.142
O -30.453 -2.75 -6.124 0.579 0.004 -0.257
O -28.426 6.989 23.48 0.631 0.453 0.182
O 15.146 0.917 -4.15 0.575 -0.18 -0.356
O -26.011 -3.016 -3.069 -0.728 -0.387 0.355
O -25.717 -3.992 -5.478 -0.287 -0.132 0.044
O 4.599 3.89 -2.55 -0.281 0.069 -0.033
O 26.349 -7.327 -2.744 0.001 0.501 -0.709
O 20.758 -3.23 -4.098 -0.005 0.113 -0.271
O -9.063 -0.289 -3.918 -0.041 0.116 0.417
O -24.596 2.055 -5.736 0.099 -0.064 -0.102
O 16.196 8.048 25.268 -0.291 -0.035 0.426
O -21.635 -1.754 -4.152 -0.117 -0.217 -0.723
O -25.719 -5.632 -3.432 -0.312 -0.047 0.347
O -22.239 -5.949 -3.492 -0.112 -0.028 -0.784
O -21.1 -3.731 -2.716 0.41 -0.365 0.205
O -28.143 1.402 -3.83 0.421 0.324 -0.251
O 28.016 6.993 -2.186 0.045 0.011 -0.029
O 17.969 -1.691 -1.466 0.724 -0.091 -0.382
O -23.541 2.775 -3.319 -0.358 0.169 0.214
O -23.275 4.182 -5.501 0.273 -0.265 -0.315
O 11.699 -0.765 -1.269 -0.197 -0.101 -0.228
O 28.64 -2.261 25.643 0.27 0.065 0.271
O -24.748 4.995 23.05 -0.151 0.421 -0.033
O -20.88 4.675 -1.327 -0.562 0.302 0.065
O -13.229 -5.264 -2.521 -0.058 0.042 0.34
O -8.125 -5.206 -2.937 0.34 -0.123 -0.291
O -20.702 -6.611 -1.532 -0.311 0.54 -0.144
O -29.823 5.547 21.892 0.001 0.293 0.195
O -15.424 0.615 -3.379 0.479 0.259 0.077
O -18.037 0.332 -3.667 -0.605 0.163 -0.075
O -12.089 -3.244 -3.649 0.051 -0.134 -0.204
O -20.017 -7.177 -4.046 -0.244 0.103 -0.609
O 10.896 5.534 -0.385 -0.117 -0.012 -0.08
O 15.069 -3.822 -6.282 0.453 -0.182 0.059
O -18.535 6.97 -3.632 -0.126 -0.108 0.093
O -28.985 -0.353 -5.46 0.354 -0.741 -0.416
O -3.518 3 -1.057 0.203 0.045 0.124
O -28.888 -4.444 -1.522 0.013 0.503 -0.201
O -2.743 2.976 -3.571 0.273 -0.105 0.085
O -20.563 -4.351 24.241 -0.09 -0.204 -0.591
O -4.177 0.987 -2.715 -0.127 -0.184 -0.335
O -16.647 5.193 -4.1 0.234 0.435 0.122
O 9.393 1.461 23.533 -0.066 0.266 0.539
O 13.336 5.11 22.295 -0.104 0.096 0.077
O 13.966 -6.367 -6.685 0.243 -0.018 0.111
O -22.136 6.531 -5.898 0.388 0.065 -0.184
O -13.488 8.073 -0.481 -0.13 0.103 0.004
O 0.231 -5.543 -3.485 -0.172 -0.013 -0.654
O -12.312 -6.564 24.944 -0.092 -0.134 0.234
O -5.427 -5.466 -0.515 -0.073 0.11 -0.45
O -10.212 -7.103 -6.421 -0.114 -0.418 0.041
O -5.344 4.715 -0.545 -0.289 0.143 -0.055
O -3.173 -3.431 -3.691 0.032 0.111 0.374
O -0.589 -2.924 -3.486 0.277 0.491 0.037
O -30.257 7.773 25.271 -0.332 0.045 -0.416
O 24.508 2.55 -0.34 -0.316 -0.008 -0.706
O 0.405 -2.463 -6.431 0.559 0.215 0.725
O 0.472 5.67 -6.384 -0.098 0.358 0.067
O -7.292 7.381 24.799 0.041 -0.384 -0.56
O -3.916 6.555 -1.718 0.322 -0.162 0.403
O 8.558 -3.093 25.088 -0.554 0.238 -0.323
O -2.678 -2.743 -0.512 -0.084 0.068 -0.445
O 3.664 4.005 -5.89 0.428 -0.084 0.358
O 9.219 -7.567 25.182 -0.448 0.304 -0.5
O 9.781 5.123 -5.061 -0.191 0.389 0.328
O 1.308 4.038 -4.532 -0.17 0.232 0.282
O 0.356 -8.17 -3.399 0.281 -0.256 -0.645
O -22.658 -7.355 -6.592 -0.028 0.124 0.45
O 4.021 1.473 -1.53 0.155 -0.551 -0.23
O 2.443 3.082 -0.386 0.276 0.13 -0.166
O 6.557 -3.47 -2.813 0.137 -0.285 0.55
O -1.033 6.893 -1.496 -0.466 0.425 0.036
O 11.552 -6.991 -6.093 0.058 0.139 0.302
O 5.356 -3.409 -5.058 0.435 0.098 -0.496
O -32.466 -8.017 22.013 0.216 -0.146 0.084
O -1.424 -4.078 -5.621 -0.163 -0.53 -0.194
O 0.096 -0.038 -0.561 0.139 -0.041 -0.367
O 3.438 -2.205 -3.617 0.132 0.151 -0.008
O 5.747 1.636 -3.359 0.307 0.183 0.217
O 5.776 1.503 24.582 0.075 0.289 0.395
O -17.363 6.079 -1.521 0.286 -0.031 0.106
O 8.046 2.908 -0.336 0.158 -0.011 -0.492
O 4.367 6.178 -1.249 0.008 0.053 -0.275
O 6.629 4.889 -1.271 0.499 0.403 -0.424
O 9.054 7.236 -1.255 -0.06 -0.14 -0.402
O 2.821 8.058 -0.402 -0.023 0.251 -0.063
O 3.944 -3.401 -1.291 -0.053 -0.163 -0.385
O 7.961 -4.168 -6.54 -0.63 0.133 -0.28
O 8.321 -2.826 -0.317 0.094 0.081 -0.154
O 10.013 -4.556 -1.343 0.001 0.28 -0.34
O 12.951 3.928 -1.03 0.686 -0.121 0.034
O 12.582 -0.116 25.051 0.319 0.456 -0.269
O -24.683 7.228 -6.261 -0.091 -0.221 0.411
O 24.744 -6.706 -6.811 -0.094 -0.049 0.46
O 6.824 -5.531 -4.545 -0.203 -0.846 -0.017
O -29.546 -4.277 23.285 -0.233 0.297 0.357
O -27.9 3.752 -2.724 -0.24 0.279 0.244
O 11.728 -6.489 -1.123 -0.009 -0.362 -0.122
O -10.534 0.064 -0.512 -0.097 0.392 0.312
O -10.677 0.948 -5.846 0.288 0.375 0.261
O 20.526 -3.617 -1.408 -0.022 0.711 0.088
O -31.184 0.33 -2.741 -0.501 0.023 0.246
O 16.369 -0.03 -0.363 -0.068 0.115 -0.324
O -29.68 -6.993 -5.728 0.094 0.24 -0.171
O 19.081 2.671 -0.324 -0.086 0.082 -0.387
O 17.068 4.325 -0.994 -0.371 0.391 -0.071
O 13.564 -8.07 -0.257 0.125 0.084 -0.526
O -11.526 -0.826 -2.754 0.084 -0.264 0.004
O 2.966 0.397 25.919 0.201 0.228 -0.42
O 19.026 8.053 -0.471 0.265 0.247 -0.184
O -2.193 -1.521 -5.16 -0.037 0.257 0.298
O 17.251 -6.643 -1.463 -0.029 0.347 -0.131
O 18.426 -3.816 -2.918 -0.248 -0.534 0.015
O 12.021 1.749 -2.103 -0.152 0.071 -0.067
O 20.877 0.95 -1.273 -0.03 -0.205 -0.588
O -15.159 -6.753 -1.679 -0.69 -0.29 -0.177
O -10.051 -4.554 -6.98 -0.348 0.694 0.165
O 22.685 4.401 -0.922 -0.277 0.002 -0.028
O -16.943 -7.065 24.652 0.564 0.411 0.04
O 23.928 3.818 -3.173 -0.085 -0.498 0.105
O 27.042 5.647 0.094 -0.238 -0.133 -0.162
O 9.538 -1.097 23.696 0.035 0.046 -0.645
O 21.935 -5.478 -0.333 0.002 -0.026 -0.482
O -9.607 -2.606 24.905 0.152 -0.503 -0.161
O -9.987 4.821 23.166 -0.141 -0.222 0.709
O 24.529 -2.629 -0.38 -0.173 -0.006 -0.226
O 29.884 2.165 -3.614 -0.165 -0.336 0.229
O -8.877 1.914 24.911 0.166 0.01 -0.138
O 31.187 4.186 -2.389 -0.682 0.303 -0.318
O 28.969 0.496 -5.538 0.207 -0.114 -0.692
O -11.307 -4.197 -1.272 0.591 -0.038 -0.103
O 32.046 -4.558 -7.043 -0.109 0.114 -0.086
O 31.586 6.383 -0.998 -0.161 -0.125 -0.537
O 29.929 -8.159 -0.047 -0.036 0.101 -0.384
O -23.247 -2.867 23 0.685 -0.068 0.516
O 25.515 -4.212 -3.724 -0.138 -0.422 0.144
O 29.877 -2.695 -0.298 -0.064 -0.159 -0.266
O 31.591 -4.44 -1.148 -0.201 0.279 -0.176
O 32.599 0.018 -0.303 -0.021 -0.134 -0.095
O -30.793 -1.681 -1.119 0.124 -0.842 0.009
O -28.398 1.499 -1.317 0.192 -0.591 -0.134
O -30.091 2.874 -0.064 -0.035 0.12 -0.502
O -31.827 4.541 -1.076 0.388 0.039 -0.49
O -0.789 -4.403 -1.358 0.085 -0.579 -0.315
O -28.375 6.685 -1.363 0.241 -0.368 -0.172
O -8.377 5.468 -5.079 0.065 0.273 0.346
O -32.356 -6.743 -1.006 -0.088 -0.395 -0.271
O 28.674 -7.246 25.614 -0.151 -0.433 -0.161
O 26.417 -2 -2.547 -0.238 0.049 -0.064
O 21.154 2.421 25.667 -0.111 0.142 0.068
O -26.913 6.052 -3.438 -0.056 -0.037 -0.39
O 32.475 2.223 -3.424 -0.255 0.103 -0.503
O 5.499 -5.401 -0.422 0.038 -0.042 -0.475
O 28.846 -1.699 23.098 -0.202 -0.111 0.026
O 31.447 -3.316 22.875 0.004 -0.233 0.356
O 29.936 -6.828 -5.278 0.509 0.592 -0.276
O -24.916 -7.765 -0.234 -0.014 -0.089 -0.393
O 13.705 7.509 -6.006 0.324 0.185 -0.12
O -26.998 -5.722 -0.334 -0.055 0.139 -0.646
O -30.991 5.87 -6.79 0.093 0.579 0.407
O -3.832 -6.143 25.621 0.56 0.219 0.104
O -24.519 -2.737 -0.419 0.036 0.074 -0.346
O -25.854 4.623 -1.492 0.004 0.53 -0.056
O -3.335 0.615 -6.369 0.057 0.063 0.249
O -8.425 5.246 25.809 -0.005 -0.345 -0.691
O -12.953 2.167 -6.393 -0.249 -0.051 0.433
O -25.668 3.9 -4.149 -0.088 -0.149 -0.386
O 8.037 5.378 -7.024 -0.017 -0.562 -0.35
O 27.801 -6.932 -0.77 -0.514 0.362 -0.115
O -16.305 -5.94 -6.251 0.224 0.077 0.468
O -23.035 -4.71 -1.277 0.254 -0.349 -0.09
O -24.512 -7.939 -3.332 0.393 0.34 -0.217
O -19.065 -2.775 -0.514 0.096 0.072 -0.22
O 28.289 2.944 -5.59 -0.249 -0.154 -0.349
O 12.614 -4.31 -5.65 -0.222 0.183 -0.236
O -12.084 6.049 -1.254 0.489 0.013 -0.219
O -12.703 1.039 -1.388 -0.517 -0.178 -0.397
O -13.702 2.855 -0.034 -0.014 -0.074 0.146
O 12.897 5.049 -6.007 0.045 0.217 -0.132
O -23.595 5.975 -3.767 -0.385 -0.316 -0.055
O -8.564 -1.209 -1.473 0.033 -0.351 -0.129
O 19.889 4.603 24.703 0.509 0.446 -0.26
O -19.04 8.002 -0.573 0.187 -0.216 -0.013
O -13.373 -2.748 -0.474 -0.056 0.155 -0.193
O -22.237 0.667 -3.935 0.533 0.118 -0.245
O 19.709 -4.544 25.835 -0.221 0.149 -0.027
O 16.764 -1.747 -6.585 -0.07 0.656 -0.42
O -6.064 0.995 -0.941 0.356 0.342 0.094
O -8.041 2.602 -0.31 -0.059 0.116 -0.203
O -9.781 -6.727 -1.537 -0.29 0.018 -0.163
O 10.916 -8.031 22.218 -0.238 0.089 0.239
O -8.121 -8.123 -0.239 -0.014 -0.023 -0.326
O -32.105 -4.239 -4.766 0.015 -0.567 0.337
O -2.041 -1.033 26.046 -0.089 0.535 -0.121
O -0.541 5.812 -3.899 -0.045 -0.251 0.161
O 9.537 -6.866 -2.569 0.046 0.042 -0.674
O -7.059 -3.559 -1.233 -0.095 0.577 0.094
O -4.625 -1.19 -1.357 0.034 -0.218 -0.426
O 0.584 -0.657 26.153 0.083 -0.106 0.31
O -6.925 -4.038 23.186 0.274 0.086 0.528
O -6.591 6.691 -1.5 -0.306 0.359 -0.411
O -15.044 -1.301 -1.702 -0.107 -0.033 -0.023
O -14.436 -6.566 -4.371 -0.102 -0.063 -0.102
O -22.664 4.195 24.524 -0.089 -0.235 0.305
O -9.867 4.061 -1.427 0.147 0.539 -0.106
O -29.553 -4.097 -4.012 0.58 -0.185 -0.013
O -5.658 7.875 21.967 -0.024 -0.111 0.459
O 5.318 5.662 -7.103 -0.049 -0.019 -0.044
O -22.609 1.273 -1.38 -0.093 -0.198 -0.156
O -24.278 -6.64 24.671 0.496 0.178 -0.399
O -7.939 7.977 -6.375 0.529 -0.126 0.109
O 21.237 4.076 -3.066 -0.14 -0.664 -0.266
O 25.656 -5.154 22.8 -0.187 0.318 0.683
O 27.337 0.151 -3.536 0.053 0.481 -0.015
O 6.812 -1.199 -1.46 -0.182 0.541 -0.242
O 22.414 0.962 -3.43 -0.039 0.395 -0.001
O -3.382 5.302 -4.77 0.319 0.389 0.02
O 0.015 6.629 24.911 0.422 0.096 0.21
O 18.185 5.597 -6.209 0.042 0.409 -0.085
O 5.867 0.801 -5.774 -0.122 0.577 0.127
O -16.311 7.756 -7.048 0.185 -0.609 0.144
O 13.726 -3.986 -3.346 0.021 0.269 0.034
O 15.923 -5.558 -3.448 0.241 -0.064 -0.317
O 22.125 -6.969 -6.61 -0.501 0.015 -0.092
O 5.198 -0.929 25.393 -0.155 -0.357 0.123
O 32.191 6.765 -5.613 -0.296 0.274 -0.15
O 28.342 4.957 -3.863 0.651 0.073 -0.152
O -18.508 -8.068 -5.874 -0.54 0.155 0.026
O -21.962 7.836 -2.94 0.305 -0.292 -0.452
O 2.949 -3.477 -5.869 -0.332 0.475 0.245
O -6.525 -0.413 -3.042 -0.097 0.159 -0.783
O -15.838 -4.814 -3.188 0.128 0.513 0.098
O -19.75 -3.121 -6.695 -0.561 0.269 0.443
O 16.016 2.439 22.116 -0.008 -0.032 0.3
O 7.535 7.938 -3.361 -0.001 -0.051 0.017
O -10.754 6.287 -4.306 0.237 0.452 0.541
O 11.277 -2.903 -3.756 0.178 0.419 0.31

Results
total energy: -406603.090 eV
total energy less fixed offsets of O -438.25, Si -107.07 eV per atom: 9.710 eV
